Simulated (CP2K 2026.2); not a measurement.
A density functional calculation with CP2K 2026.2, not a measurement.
Periodic cell of 2016 atoms, Si1440O576, from a study of silicon, its oxide and their interface. The atomic structure is a simulated model.
Doubt: the forces sum to 6.00 eV/angstrom along one axis rather than to zero, so they err by at least 0.0030 eV/angstrom per atom on average; the grid cutoff is modest.

Settings
functional: PBE
method: Gaussian and plane waves
basis set: DZVP-MOLOPT-SR-GTH
pseudopotentials: GTH-PBE
grid cutoff: 300 Ry, relative cutoff 40 Ry
k points: Gamma only
occupations: fixed
spin: none
net charge: 0

Cell vectors (angstrom)
a	65.28	0	0
b	0	16.32	0
c	0.2383	-0.4218	33.2832

Atoms and the computed forces on them: element, x, y, z (angstrom), force x, y, z (eV/angstrom)
Si	1.51	-1.494	-0.005	-0.088	0.186	0.718
Si	4.358	1.172	-0.07	-0.2	0.115	0.736
Si	1.101	4.271	0.377	0.075	0.06	0.735
Si	3.917	6.901	0.076	0.24	-0.066	0.733
Si	1.762	-7.087	-0.075	-0.3	0.172	0.754
Si	3.803	-3.642	0.086	0.029	-0.198	0.765
Si	6.408	-1.201	0.048	0.207	-0.006	0.692
Si	9.22	1.547	-0.148	0.214	-0.01	0.768
Si	7.115	3.905	-0.109	-0.196	0.042	0.744
Si	9.483	6.888	0.443	-0.057	-0.01	0.586
Si	7.348	9.074	0.087	-0.045	-0.003	0.762
Si	10.214	11.675	-0.018	-0.247	0.143	0.768
Si	12.562	-1.659	0.127	-0.098	0.018	0.754
Si	15.272	1.055	0.108	-0.335	0.266	0.607
Si	11.782	4.875	-0.098	0.133	-0.428	0.785
Si	14.434	7.212	0.239	0.235	-0.04	0.698
Si	12.263	9.45	0.572	0.021	0.054	0.516
Si	14.708	12.418	0.142	0.076	-0.103	0.724
Si	17.519	-1.255	0.183	0.208	-0.262	0.561
Si	20.093	1.465	0.06	0.308	-0.161	0.69
Si	17.886	3.779	-0.079	-0.224	0.29	0.588
Si	20.181	6.933	-0.124	0.199	-0.123	0.671
Si	17.922	9.135	-0.055	-0.09	0.134	0.762
Si	20.827	11.718	0.032	-0.066	0.013	0.726
Si	23.258	-1.877	-0.182	0.342	-0.021	0.653
Si	25.689	1.578	0	0.169	-0.346	0.715
Si	23.294	3.594	0.285	0.002	0.251	0.614
Si	26.244	6.462	0.701	-0.123	-0.058	0.719
Si	23.12	9.544	-0.147	0.191	-0.229	0.62
Si	26.436	11.88	0.037	-0.357	0.126	0.695
Si	28.917	-1.87	0.122	-0.128	0.289	0.804
Si	31.395	1.082	0.132	-0.089	0.263	0.737
Si	28.476	4.288	0.4	0.07	-0.322	0.662
Si	31.439	6.363	0.06	-0.079	0.259	0.747
Si	28.34	9.393	0.272	0.249	-0.007	0.713
Si	31.181	12.318	0.194	0.014	-0.262	0.73
Si	33.507	-1.235	0.116	0.187	-0.055	0.689
Si	36.522	0.732	-0.274	0.202	0.277	0.744
Si	33.848	4.382	0.078	-0.041	-0.238	0.665
Si	36.489	7.061	0.034	0.078	-0.074	0.767
Si	34.19	9.147	-0.004	-0.038	0.275	0.834
Si	37.271	11.917	-0.125	-0.083	-0.025	0.636
Si	39.977	-1.547	-0.163	-0.316	0.031	0.682
Si	-23.391	1.703	-0.146	0.106	-0.096	0.806
Si	39.582	3.896	-0.346	-0.234	0.093	0.741
Si	-23.624	7.321	-0.197	0.057	-0.036	0.683
Si	39.443	9.603	0.144	-0.014	0.007	0.367
Si	-23.148	12.462	-0.085	0.098	-0.175	0.744
Si	-20.142	-1.492	0.143	-0.162	0.05	0.772
Si	-18.12	1.723	0.059	0.163	-0.051	0.77
Si	-20.319	4.001	-0.061	-0.105	0.087	0.641
Si	-17.901	6.903	0.002	0.227	-0.243	0.671
Si	-19.958	9.331	0.029	-0.306	0.119	0.76
Si	-17.811	12.776	0.159	0.042	-0.23	0.698
Si	-14.691	-1.173	0.201	-0.174	-0.024	0.599
Si	-12.236	1.642	0.731	-0.09	-0.016	0.623
Si	-14.699	3.319	-0.009	-0.255	0.601	0.628
Si	-11.798	6.424	-0.036	-0.384	0.051	0.763
Si	-15.169	9.296	0.129	0.221	0.301	0.7
Si	-12.661	12.751	0	0.029	-0.131	0.727
Si	-9.391	-1.49	0.117	-0.225	0.263	0.782
Si	-7.454	2.137	-0.001	0.305	-0.304	0.715
Si	-9.646	4.329	0.572	-0.085	0.095	0.572
Si	-7.021	7.183	0.359	-0.051	-0.009	0.669
Si	-9.396	-7.207	-0.116	-0.122	0.374	0.717
Si	-7.169	-3.765	0.056	0.217	-0.288	0.815
Si	-3.898	-1.595	-0.217	-0.357	0.399	0.539
Si	-1.625	1.752	0.1	0.019	-0.197	0.746
Si	-3.845	3.977	0.017	-0.201	0.203	0.804
Si	-1.025	6.47	0.048	-0.185	0.275	0.827
Si	-4.142	-6.652	0.291	-0.099	0.161	0.624
Si	-1.58	-3.824	0.156	0.203	-0.189	0.668
Si	2.699	0.09	1.275	0.025	0.03	-0.041
Si	5.507	2.747	1.236	0.046	0.022	-0.026
Si	2.733	5.475	1.498	-0.02	0.018	-0.039
Si	5.559	8.087	1.303	-0.084	0.029	-0.051
Si	2.759	-5.406	1.248	0.001	0.005	-0.04
Si	5.317	-2.613	1.533	0.014	0.017	0.001
Si	8.113	-0.03	1.225	-0.019	0.013	-0.028
Si	10.879	2.841	1.014	0.011	-0.013	-0.034
Si	8.116	5.359	1.474	-0.039	-0.021	-0.039
Si	10.835	8.163	1.814	-0.026	-0.009	-0.031
Si	8.351	10.826	1.282	-0.001	0.062	-0.08
Si	10.995	-2.87	1.368	-0.003	0.006	-0.083
Si	13.653	-0.039	1.383	0.009	-0.014	-0.029
Si	16.306	2.743	1.333	0.031	-0.008	-0.033
Si	13.4	5.569	1.506	-0.004	-0.068	-0.068
Si	16.308	8.125	1.332	0.056	-0.05	-0.045
Si	13.671	10.923	1.62	0.009	0.049	-0.027
Si	16.332	-2.816	1.418	-0.023	-0.015	-0.024
Si	19.094	-0.112	1.435	0.005	-0.021	0.03
Si	21.74	2.425	1.471	-0.081	-0.025	0.037
Si	19.04	5.375	1.23	-0.002	-0.019	-0.027
Si	21.841	8.035	1.2	0.033	-0.052	-0.061
Si	19.123	10.685	1.273	-0.017	-0.021	-0.055
Si	21.888	-2.973	1.357	-0.052	-0.017	-0.062
Si	24.677	-0.326	1.099	-0.007	0.039	-0.065
Si	27.224	2.614	1.465	-0.012	-0.028	-0.057
Si	24.501	5.201	1.545	-0.093	-0.018	-0.082
Si	27.363	8.053	1.893	-0.001	0.008	-0.016
Si	24.638	10.782	1.193	0.076	-0.025	-0.039
Si	27.417	-2.951	1.536	-0.001	0.009	-0.046
Si	29.911	-0.152	1.417	-0.016	-0.019	-0.048
Si	32.69	2.681	1.302	-0.003	0.03	-0.052
Si	30.048	5.374	1.669	0.011	0.054	-0.043
Si	32.658	7.989	1.343	-0.001	-0.015	-0.058
Si	30.005	10.656	1.375	0.004	0.021	-0.039
Si	32.595	-2.798	1.552	0.01	-0.052	-0.01
Si	35.227	-0.194	1.378	0.001	-0.048	-0.02
Si	38.001	2.493	0.881	-0.017	-0.026	0.011
Si	35.389	5.483	1.406	0.019	0.025	-0.038
Si	38.039	8.202	1.378	-0.037	-0.022	-0.043
Si	35.464	10.844	1.125	-0.028	0.021	-0.092
Si	38.311	-2.743	1.183	0.038	0.075	-0.034
Si	-24.379	0.054	1.25	-0.017	0.055	-0.032
Si	-21.861	2.826	1.248	-0.008	-0.008	-0.058
Si	-24.623	5.539	1.091	0.011	-0.056	0.006
Si	-21.816	8.266	1.128	0.023	0.008	-0.032
Si	-24.356	10.956	1.316	0.034	0.041	-0.079
Si	-21.705	-2.714	1.366	0.011	0.005	-0.072
Si	-19.104	0.12	1.446	0.026	-0.022	-0.049
Si	-16.42	2.669	1.458	-0.082	0.031	-0.072
Si	-19.099	5.427	1.342	0.016	-0.034	-0.046
Si	-16.432	8.019	1.521	-0.023	-0.04	-0.051
Si	-18.898	10.969	1.345	0.024	0.065	-0.029
Si	-16.302	-2.399	1.476	0.084	0.008	0.002
Si	-13.578	0.095	1.775	-0.044	-0.025	0.011
Si	-10.883	2.966	1.955	0.068	0.021	0.055
Si	-13.652	5.342	1.078	-0.055	0.018	-0.079
Si	-10.915	8.106	1.375	-0.003	0.019	-0.053
Si	-13.756	10.96	1.19	0.004	-0.047	-0.071
Si	-11.025	-2.603	1.414	0.029	-0.011	-0.067
Si	-8.272	0.237	1.289	0.013	0.028	-0.019
Si	-5.579	2.915	1.255	0.056	-0.041	-0.041
Si	-8.18	5.677	1.699	0.027	0.035	-0.023
Si	-5.576	8.43	1.635	0.025	-0.056	-0.01
Si	-8.343	-5.441	1.223	-0.045	-0.027	-0.047
Si	-5.515	-2.599	1.253	0.024	0.041	0.002
Si	-2.844	0.07	1.19	-0.026	0.01	-0.016
Si	-0.167	2.802	1.606	-0.035	-0.021	-0.036
Si	-2.724	5.519	1.399	-0.037	0.008	-0.039
Si	0.056	8.197	1.248	0.008	0.003	-0.075
Si	-2.713	-5.335	1.515	0.022	0.041	-0.035
Si	-0.002	-2.64	1.378	0.015	0.02	-0.013
Si	1.324	1.388	2.714	0.005	-0.04	0.022
Si	4.123	4.044	2.697	0.027	-0.017	-0.009
Si	1.352	6.89	2.764	-0.05	0.016	0.044
Si	4.178	9.563	2.613	-0.04	-0.044	-0.001
Si	1.345	-4.087	2.671	0.027	0.001	0.004
Si	3.968	-1.237	2.813	-0.04	0.03	-0.004
Si	6.805	1.354	2.662	-0.007	-0.002	-0.009
Si	9.582	4.013	2.684	0.042	0.004	0.007
Si	6.749	6.733	2.79	0.011	-0.005	0.016
Si	9.469	9.608	2.95	-0.031	0.026	0.055
Si	6.858	12.24	2.592	0.006	-0.056	-0.012
Si	9.525	-1.409	2.563	0.031	0.011	-0.029
Si	12.211	1.44	2.516	-0.05	0.001	-0.018
Si	14.887	4.097	2.647	0.013	0.024	-0.009
Si	12.215	6.799	3.044	0.01	0.017	0.055
Si	15.091	9.514	2.808	-0.008	-0.017	0.019
Si	12.277	12.256	2.916	-0.002	-0.001	0.03
Si	15.012	-1.387	2.778	-0.014	-0.018	0.027
Si	17.7	1.343	2.72	-0.047	-0.015	0.023
Si	20.424	4.009	2.658	-0.019	-0.014	0.019
Si	17.657	6.689	2.651	0.038	0.024	-0.01
Si	20.495	9.362	2.658	0.001	-0.001	0.027
Si	17.776	12.113	2.646	0.007	-0.023	-0.017
Si	20.523	-1.512	2.663	0.013	-0.01	0.018
Si	23.237	1.023	2.626	0.091	-0.02	-0.006
Si	25.902	3.919	2.903	0.064	0.014	0.01
Si	23.128	6.699	2.695	-0.006	0.029	-0.012
Si	25.832	9.488	2.832	-0.033	0.07	0.026
Si	23.289	12.061	2.691	0.033	-0.01	0.051
Si	25.977	-1.503	2.687	-0.029	-0.006	-0.031
Si	28.582	1.221	2.765	0.016	0.05	-0.012
Si	31.4	3.922	2.845	0.008	-0.025	0.022
Si	28.782	6.716	3.08	0.039	-0.041	0.058
Si	31.391	9.381	2.747	0.011	-0.018	0
Si	28.725	12.008	2.859	0.033	0.007	0.033
Si	31.259	-1.434	2.869	-0.036	0.007	0.038
Si	34.01	1.306	2.705	-0.021	0.013	0.02
Si	36.773	3.917	2.487	0.023	-0.03	-0.056
Si	34.021	6.744	2.804	-0.002	0.002	0.041
Si	36.697	9.561	2.702	-0.011	0.033	0.019
Si	34.14	12.152	2.635	0.017	-0.064	-0.002
Si	36.786	-1.499	2.571	0.048	-0.014	0.022
Si	-25.908	1.338	2.502	0	0.03	0.009
Si	-23.223	4.218	2.551	0.015	0.043	0.008
Si	-25.898	6.76	2.637	-0.004	0.011	0.007
Si	-23.051	9.554	2.66	-0.019	-0.005	0.013
Si	-25.722	12.289	2.689	-0.002	-0.008	0.039
Si	-23.055	-1.297	2.679	0.008	-0.01	-0.003
Si	-20.528	1.465	2.704	-0.06	0.012	0.005
Si	-17.698	4.144	2.753	-0.038	0.01	0.011
Si	-20.513	6.85	2.588	0.011	-0.001	0.006
Si	-17.692	9.553	2.781	0.002	-0.01	0.021
Si	-20.367	12.224	2.718	0.003	-0.005	0.018
Si	-17.715	-1.173	2.853	-0.006	0.03	0.023
Si	-15.108	1.395	2.945	0.003	-0.015	-0.005
Si	-12.463	4.288	2.914	-0.094	0.053	0.053
Si	-14.924	6.686	2.654	0.043	-0.073	0.023
Si	-12.333	9.59	2.591	-0.007	0.036	-0.02
Si	-15.029	12.313	2.703	-0.001	-0.006	-0.025
Si	-12.225	-1.329	2.964	0.044	-0.003	0.052
Si	-9.504	1.403	2.938	0.022	-0.03	0.051
Si	-6.783	4.203	2.837	0.004	-0.027	0.037
Si	-9.621	6.963	2.961	-0.014	0.053	0.048
Si	-7.004	-6.576	2.852	-0.039	0.051	0.024
Si	-9.657	12.253	2.658	0.008	-0.01	0.072
Si	-6.858	-1.181	2.625	-0.01	-0.024	0.02
Si	-4.244	1.419	2.601	0.009	0.01	-0.001
Si	-1.493	4.187	2.901	-0.012	0.046	0.025
Si	-4.119	6.914	2.738	0.008	-0.037	0.01
Si	-1.321	-6.791	2.697	0.053	-0.035	0.01
Si	-4.172	-3.935	2.724	-0.027	0	0.037
Si	-1.436	-1.244	2.646	-0.008	0.017	0.011
Si	-0.059	0.045	4.062	-0.019	-0.004	-0.01
Si	2.709	2.736	4.059	-0.007	0.017	0.01
Si	-0.032	5.54	4.144	0.003	0.025	-0.027
Si	2.76	8.254	4.047	0.02	-0.004	-0.036
Si	-0.004	-5.409	4.069	-0.006	-0.001	0.014
Si	2.644	-2.696	4.081	0.006	0.015	-0.019
Si	5.416	0.076	4.09	-0.02	0.033	-0.001
Si	8.182	2.685	4.042	-0.003	-0.013	-0.022
Si	5.4	5.403	4.132	0.004	0.004	-0.005
Si	8.089	8.143	4.149	0.015	0.004	-0.03
Si	5.489	10.914	4.013	0.014	-0.008	-0.001
Si	8.169	-2.704	3.997	-0.007	-0.02	0
Si	10.874	0.021	3.914	0.015	0.007	-0.037
Si	13.566	2.7	3.997	0.007	-0.01	0.003
Si	10.828	5.359	4.191	-0.04	-0.037	-0.002
Si	13.682	8.192	4.189	-0.009	0.016	-0.011
Si	10.89	10.921	4.241	0.027	0.003	-0.002
Si	13.654	-2.686	4.176	0.023	-0.009	0.007
Si	16.37	-0.018	4.092	-0.003	0.012	0.018
Si	19.076	2.682	4.06	0.019	-0.01	-0.029
Si	16.301	5.381	4.043	-0.016	0.023	0.003
Si	19.076	8.043	4.01	-0.007	0.003	-0.045
Si	16.445	10.852	4.126	-0.004	0.013	-0.003
Si	19.115	-2.825	4.008	-0.002	0.015	0.031
Si	21.857	-0.185	4.069	0.011	0.021	0.017
Si	24.502	2.483	4.082	-0.003	-0.022	-0.036
Si	21.776	5.348	4.05	-0.008	-0.02	0.004
Si	24.476	8.062	4.096	-0.035	0.007	-0.012
Si	21.849	10.743	4.031	-0.018	0.007	-0.041
Si	24.587	-2.838	4.057	-0.014	-0.012	-0.026
Si	27.25	-0.135	4.119	-0.011	-0.028	0.006
Si	29.976	2.573	4.13	0.004	0.003	-0.034
Si	27.287	5.31	4.226	-0.053	0.019	-0.053
Si	30.118	8.127	4.287	0.017	0.014	0.022
Si	27.256	10.774	4.191	0.021	-0.019	-0.032
Si	29.983	-2.855	4.202	0.009	-0.022	-0.006
Si	32.682	-0.05	4.114	-0.002	0.01	-0.007
Si	35.432	2.659	3.998	-0.022	0.002	-0.006
Si	32.731	5.336	4.167	-0.016	0.031	-0.02
Si	35.392	8.153	4.09	-0.008	0.018	-0.016
Si	32.768	10.796	4.037	-0.011	0.029	-0.021
Si	35.468	-2.816	4.022	-0.004	0.056	-0.004
Si	-27.191	-0.052	3.938	0.009	0.002	-0.021
Si	-24.546	2.748	3.894	0.016	-0.039	-0.038
Si	-27.213	5.326	3.953	-0.025	0.007	-0.018
Si	-24.477	8.146	3.964	0.021	0.004	-0.018
Si	-27.141	10.899	4.016	-0.028	0.009	-0.031
Si	-24.411	-2.669	4.055	-0.003	-0.004	-0.007
Si	-21.777	0.054	4.094	0.023	0.005	-0.002
Si	-19.105	2.776	4.071	0.059	-0.034	-0.039
Si	-21.833	5.488	3.995	0.005	-0.037	-0.031
Si	-19.138	8.183	4.029	-0.015	0.005	-0.014
Si	-21.738	10.884	4.084	-0.003	0.023	-0.01
Si	-19.063	-2.672	4.088	0.005	-0.013	-0.029
Si	-16.408	0.063	4.307	0.012	-0.041	0.064
Si	-13.727	2.81	4.224	0.003	0.005	-0.01
Si	-16.319	5.457	4.114	0.016	0.034	0.005
Si	-13.643	8.184	4.008	0.021	-0.02	-0.037
Si	-16.342	10.932	4.112	0.047	0.019	-0.009
Si	-13.66	-2.727	4.167	-0.032	-0.002	-0.011
Si	-10.883	0.056	4.269	-0.012	0.012	0.029
Si	-8.133	2.809	4.201	-0.005	-0.015	-0.014
Si	-11.006	5.575	4.245	-0.011	-0.002	-0.028
Si	-8.249	8.326	4.246	0.021	-0.034	0.026
Si	-10.984	10.907	4.063	0.021	-0.015	-0.032
Si	-8.232	-2.64	3.98	-0.004	0.027	-0.078
Si	-5.511	0.086	4.077	0.02	0.01	-0.006
Si	-2.879	2.747	4.092	-0.03	-0.021	-0.025
Si	-5.432	5.556	4.163	-0.003	0.035	0.007
Si	-2.726	8.232	4.086	0.018	-0.011	0.025
Si	-5.528	-5.273	4.127	0.01	-0.004	-0.024
Si	-2.77	-2.604	4.057	0.01	-0.01	-0.003
Si	1.308	-1.313	16.264	0.016	0.004	0.004
Si	4.069	1.395	16.231	-0.002	0.008	-0.007
Si	1.354	4.147	16.298	0.005	-0.005	0.006
Si	4.081	6.832	16.27	-0.028	-0.002	0.007
Si	1.351	-6.775	16.327	-0.01	0.02	0.006
Si	4.055	-4.1	16.283	-0.004	-0.014	0.01
Si	6.842	-1.356	16.225	0.006	0.036	0.012
Si	9.522	1.373	16.204	-0.017	-0.006	-0.01
Si	6.796	4.127	16.267	0.014	-0.012	0.006
Si	9.536	6.853	16.286	0.018	-0.009	0.015
Si	6.854	9.58	16.295	0.011	0.001	0.021
Si	9.574	-4.059	16.301	0.001	-0.004	0.016
Si	12.262	-1.324	16.199	-0.029	0.003	0.011
Si	14.964	1.396	16.16	0.001	0.007	-0.032
Si	12.287	4.137	16.231	0.038	-0.019	-0.003
Si	14.972	6.897	16.26	0.007	0.011	0.014
Si	12.291	9.565	16.319	0.006	0.014	0.016
Si	14.996	-4.112	16.188	0.003	-0.028	0.001
Si	17.781	-1.366	16.135	0.019	-0.002	-0.012
Si	20.468	1.414	16.091	-0.001	-0.012	-0.004
Si	17.695	4.151	16.181	0.013	0.003	0.013
Si	20.447	6.745	16.202	0.009	-0.017	-0.003
Si	17.667	9.49	16.22	0.007	0.002	0.006
Si	20.472	-4.08	16.174	0.004	0.014	-0.006
Si	23.192	-1.361	16.128	-0.001	0.015	0.011
Si	25.886	1.361	16.304	0	0.015	-0.007
Si	23.165	4.092	16.279	-0.023	0.023	0.013
Si	25.892	6.812	16.321	0.025	0.021	0.013
Si	23.215	9.505	16.287	0.001	0.031	0.023
Si	25.938	-4.17	16.258	-0.011	0.002	0.006
Si	28.575	-1.444	16.306	0.002	0.003	-0.004
Si	31.332	1.275	16.286	0.021	0.008	-0.011
Si	28.58	4.059	16.318	0.018	0.002	0.014
Si	31.264	6.723	16.403	-0.019	-0.019	0.007
Si	28.599	9.45	16.43	-0.04	0.004	0.023
Si	31.275	-4.154	16.346	-0.009	-0.007	0.008
Si	34.005	-1.439	16.335	-0.007	-0.001	0.015
Si	36.734	1.303	16.361	0.007	0.009	0.021
Si	33.985	3.973	16.386	0.001	-0.02	0.028
Si	36.76	6.72	16.323	0	0.003	-0.003
Si	34.011	9.433	16.319	-0.005	-0.009	0.013
Si	36.716	-4.129	16.301	-0.013	0.014	-0.018
Si	-25.816	-1.41	16.344	-0.012	-0.006	0.014
Si	-23.159	1.332	16.358	0.006	-0.001	0.004
Si	-25.803	4.026	16.41	0.008	-0.016	0.016
Si	-23.111	6.758	16.416	-0.026	0.022	0.028
Si	-25.839	9.442	16.32	-0.019	0.02	0
Si	-23.116	-4.151	16.36	-0.003	0.004	0.008
Si	-20.415	-1.408	16.338	0.015	0.01	-0.006
Si	-17.722	1.33	16.421	0.003	0.007	0.014
Si	-20.42	4.077	16.38	-0.011	0.007	0.005
Si	-17.699	6.798	16.434	-0.001	0.002	0.012
Si	-20.459	9.485	16.425	-0.018	-0.018	0.017
Si	-17.719	-4.089	16.376	0.002	0	0.009
Si	-15.068	-1.36	16.392	0.002	-0.001	0.01
Si	-12.333	1.37	16.4	0.021	-0.023	0.001
Si	-15.019	4.07	16.452	-0.003	0.011	0.015
Si	-12.303	6.761	16.413	-0.01	0.016	0.008
Si	-15.009	9.518	16.385	-0.003	-0.009	-0.011
Si	-12.343	-4.125	16.344	-0.022	-0.007	-0.005
Si	-9.585	-1.313	16.314	0.01	-0.014	0.006
Si	-6.786	1.47	16.376	0	-0.011	0.016
Si	-9.576	4.106	16.429	-0.006	-0.006	0.033
Si	-6.85	6.79	16.349	-0.015	-0.016	0.007
Si	-9.581	9.476	16.377	-0.031	-0.015	0.026
Si	-6.793	-4.045	16.301	0.005	0.003	-0.028
Si	-4.102	-1.28	16.35	0.031	-0.006	0.029
Si	-1.378	1.406	16.338	0.013	-0.01	0.008
Si	-4.079	4.151	16.413	0.008	0.006	0.02
Si	-1.334	6.848	16.407	-0.01	-0.014	0.004
Si	-4.058	9.572	16.323	-0.002	0.024	-0.001
Si	-1.396	-4.057	16.25	0.008	-0.003	-0.014
Si	2.662	0.084	17.576	-0.031	0.006	0.011
Si	5.429	2.736	17.589	-0.026	-0.009	0.03
Si	2.743	5.475	17.66	0.014	-0.004	0.027
Si	5.465	8.2	17.585	-0.004	-0.008	-0.008
Si	2.692	-5.431	17.71	0.006	0.014	0.05
Si	5.471	-2.729	17.541	0.026	-0.031	-0.002
Si	8.231	-0.029	17.589	0.018	0.011	0.033
Si	10.91	2.738	17.505	0.023	-0.002	-0.01
Si	8.162	5.488	17.628	-0.016	-0.003	0.012
Si	10.899	8.212	17.661	-0.019	-0.004	-0.011
Si	8.202	10.947	17.705	0.02	0.011	0.03
Si	10.992	-2.698	17.619	0.045	0.012	-0.023
Si	13.59	0.078	17.525	0.019	0.031	0.012
Si	16.29	2.806	17.468	-0.01	-0.014	0.016
Si	13.605	5.557	17.603	-0.044	-0.012	-0.003
Si	16.318	8.211	17.7	-0.015	0.017	0.028
Si	13.696	10.919	17.683	0.002	-0.01	0.015
Si	16.437	-2.771	17.43	0.032	-0.011	0.011
Si	19.177	0.032	17.409	0.015	0.004	0.018
Si	21.709	2.761	17.554	-0.006	0.024	0.001
Si	19.063	5.453	17.596	-0.01	-0.011	-0.007
Si	21.83	8.08	17.529	0.021	-0.012	-0.031
Si	19.053	10.894	17.459	-0.028	-0.01	-0.019
Si	21.895	-2.731	17.48	-0.014	-0.024	-0.001
Si	24.444	0.005	17.555	-0.038	-0.058	0.017
Si	27.242	2.726	17.694	-0.016	0.007	0.037
Si	24.525	5.47	17.646	-0.03	-0.022	0.014
Si	27.215	8.097	17.814	0.031	-0.005	-0.001
Si	24.611	10.849	17.677	-0.009	0.001	0.001
Si	27.233	-2.828	17.669	0.025	0.012	0.029
Si	29.955	-0.07	17.604	-0.032	-0.017	-0.031
Si	32.637	2.554	17.753	-0.02	0.006	0.031
Si	29.869	5.376	17.781	0.004	0.003	0.007
Si	32.641	8.11	17.713	0.003	0.049	-0.007
Si	29.933	10.859	17.791	0.007	0.033	0.038
Si	32.609	-2.781	17.693	0.022	0.007	0.014
Si	35.372	-0.087	17.688	-0.006	0.029	0.011
Si	38.099	2.653	17.741	-0.001	-0.026	0.025
Si	35.381	5.373	17.661	0.024	-0.019	-0.036
Si	38.132	8.052	17.691	0.015	0	0.026
Si	35.359	10.821	17.638	0.018	0.009	0.018
Si	38.096	-2.798	17.658	-0.018	-0.015	-0.025
Si	-24.489	-0.043	17.736	-0.008	0.007	0.061
Si	-21.813	2.718	17.695	0.004	0.018	-0.013
Si	-24.414	5.362	17.803	-0.002	0.01	0.017
Si	-21.798	8.114	17.836	0.038	0.026	0.034
Si	-24.504	10.795	17.685	0.021	-0.044	-0.004
Si	-21.743	-2.783	17.698	-0.006	-0.001	-0.035
Si	-19.063	-0.102	17.742	0.005	-0.061	0.026
Si	-16.38	2.692	17.818	-0.031	-0.016	-0.001
Si	-19.074	5.428	17.771	0.016	0.017	0.022
Si	-16.334	8.184	17.789	0.041	-0.013	0.019
Si	-19.091	10.887	17.728	-0.001	0.018	-0.014
Si	-16.384	-2.75	17.782	0.001	0.017	0.051
Si	-13.726	0.007	17.752	-0.006	-0.025	0.003
Si	-10.996	2.744	17.764	-0.005	0.047	0.027
Si	-13.664	5.436	17.831	-0.011	-0.035	0.038
Si	-10.946	8.094	17.785	0.058	0.008	-0.013
Si	-13.648	10.82	17.786	0.006	0.019	0.025
Si	-11.026	-2.677	17.598	0.016	0.028	0.006
Si	-8.174	0.056	17.622	-0.008	-0.015	-0.017
Si	-5.434	2.822	17.819	0.029	0.015	0.027
Si	-8.207	5.477	17.797	0.002	-0.004	0.004
Si	-5.406	8.14	17.598	0.013	0.019	-0.024
Si	-8.141	-5.45	17.602	0.021	0.025	0.018
Si	-5.446	-2.685	17.682	-0.007	-0.027	0.021
Si	-2.746	0.085	17.739	-0.043	0.002	0.026
Si	-0.014	2.8	17.656	0.011	0.019	0.005
Si	-2.675	5.479	17.797	-0.003	-0.019	0.027
Si	0.029	-8.09	17.772	0.001	0.011	0.04
Si	-2.68	-5.391	17.69	-0.019	-0.007	0.025
Si	-0.065	-2.699	17.587	-0.035	0.001	-0.021
Si	1.354	1.473	18.995	0.019	0.047	-0.024
Si	4.061	4.048	19.004	-0.002	-0.049	-0.013
Si	1.485	6.876	19.075	0.005	0.033	-0.021
Si	4.196	-6.759	19	0.017	0.014	0.018
Si	1.192	-4.074	18.988	-0.005	-0.045	-0.026
Si	3.993	-1.414	18.757	-0.031	-0.01	-0.059
Si	6.783	1.302	18.86	-0.003	-0.021	-0.03
Si	9.598	4.093	18.868	-0.002	0.009	-0.019
Si	6.74	6.824	18.983	0.003	-0.011	0.017
Si	9.583	9.571	19.066	0.004	0.002	0.025
Si	6.851	-3.927	19.03	-0.044	0.028	-0.021
Si	9.671	-1.339	18.976	-0.008	0.049	0.019
Si	12.217	1.434	18.937	-0.001	0.003	-0.052
Si	14.964	4.172	18.893	-0.012	0	-0.014
Si	12.263	6.891	19.05	0.021	-0.015	-0.003
Si	15.048	9.639	19.156	0.025	0.005	0.013
Si	12.39	-3.983	19.039	0.026	0.025	-0.009
Si	15.059	-1.363	18.635	-0.068	0.008	-0.044
Si	17.757	1.424	18.623	0.032	0.024	-0.095
Si	20.343	4.061	18.997	-0.008	-0.026	-0.013
Si	17.712	6.79	18.981	-0.019	0.006	-0.055
Si	20.405	9.476	18.695	-0.024	-0.051	-0.007
Si	17.786	-4.057	18.875	-0.018	-0.032	-0.046
Si	20.614	-1.272	18.748	0.01	0.047	-0.071
Si	23.054	1.407	18.872	-0.005	-0.005	-0.016
Si	25.897	4.167	19.032	0.038	0.053	-0.018
Si	23.127	6.786	19.016	-0.02	0.001	0.004
Si	25.862	9.486	19.183	0.001	-0.01	0.028
Si	23.26	-4.011	18.913	0.052	0.054	-0.037
Si	25.766	-1.431	18.849	-0.037	-0.031	-0.047
Si	28.642	1.291	18.955	0.033	0.041	-0.035
Si	31.183	3.893	19.059	-0.017	-0.064	-0.041
Si	28.529	6.725	19.252	-0.021	-0.021	-0.012
Si	31.346	9.508	19.123	0.031	0.005	-0.033
Si	28.551	-4.107	19.203	-0.011	0.023	-0.08
Si	31.199	-1.432	19.036	-0.007	-0.044	0.029
Si	33.995	1.145	19.134	-0.014	0.014	-0.041
Si	36.697	4.021	19.049	-0.029	0.014	-0.017
Si	34.014	6.712	19.004	-0.007	-0.008	-0.018
Si	36.744	9.452	18.947	-0.009	0.022	-0.038
Si	33.989	-4.151	19.003	0.003	-0.015	-0.044
Si	36.794	-1.409	19.005	0.034	0.017	0.001
Si	39.458	1.319	19.146	-0.007	-0.011	-0.024
Si	-23.018	4.045	19.229	0.022	0.014	0.049
Si	39.482	6.714	19.128	-0.013	0.035	-0.001
Si	-23.227	9.482	19.153	-0.057	-0.005	-0.03
Si	39.39	-4.204	19.019	-0.038	-0.001	-0.032
Si	-23.134	-1.481	19.032	0.011	-0.011	-0.034
Si	-20.51	1.275	18.953	-0.009	-0.056	-0.037
Si	-17.746	4.073	19.158	-0.011	0.008	-0.002
Si	-20.392	6.757	19.201	-0.025	0.035	-0.017
Si	-17.758	9.539	19.085	-0.009	-0.003	-0.019
Si	-20.395	-4.073	19.132	0.032	0.013	0.031
Si	-17.763	-1.463	19.214	-0.042	0.015	-0.04
Si	-15.053	1.314	19.214	-0.006	-0.02	0.049
Si	-12.374	4.03	19.242	0.002	0.014	-0.009
Si	-14.953	6.877	19.207	0.036	0.013	-0.03
Si	-12.29	9.43	19.168	-0.058	-0.01	-0.02
Si	-15.015	-4.129	19.131	0.017	0.005	-0.04
Si	-12.441	-1.448	19.057	-0.035	-0.048	-0.035
Si	-9.591	1.319	18.979	0.008	-0.013	-0.009
Si	-6.805	4.205	19.198	0.015	0	-0.006
Si	-9.636	6.737	19.216	-0.027	-0.02	0.006
Si	-6.781	9.44	18.917	-0.039	0.009	-0.023
Si	-9.557	-4.011	18.782	0.018	0.002	-0.059
Si	-6.797	-1.258	18.982	-0.007	0.019	-0.012
Si	-4.005	1.501	19.195	0.03	-0.005	-0.023
Si	-1.291	4.085	19.165	0.003	-0.018	-0.018
Si	-4.033	6.933	19.073	-0.01	0.018	-0.015
Si	-1.346	-6.7	19.151	0.045	-0.021	-0.04
Si	-4.054	-4.046	19.031	-0.001	-0.009	-0.046
Si	-1.391	-1.377	18.994	-0.002	-0.058	-0.011
Si	-0.004	0.033	20.222	-0.013	0.013	0.008
Si	2.695	2.773	20.474	-0.016	0.036	0.054
Si	0.131	5.501	20.417	-0.031	-0.005	0.045
Si	2.967	8.16	20.434	0.014	-0.055	0.004
Si	-0.046	-5.336	20.593	-0.062	0.043	0.043
Si	2.603	-2.673	20.147	-0.024	0.037	0.049
Si	5.316	-0.097	20.07	0.074	0.044	0.043
Si	8.263	2.612	20.099	0.015	-0.01	-0.02
Si	5.458	5.343	20.354	0.041	0.015	0.021
Si	8.066	8.219	20.341	0.017	0.031	0.006
Si	5.475	-5.292	20.364	-0.046	0.021	0.061
Si	8.271	-2.552	20.393	0.025	0.016	0.069
Si	11.042	-0.046	20.397	0.023	-0.005	0.049
Si	13.481	2.957	20.234	-0.139	0.081	0.074
Si	10.832	5.514	20.339	0.05	-0.013	-0.023
Si	13.612	8.243	20.466	-0.04	0.017	0.104
Si	10.981	11.021	20.397	-0.036	-0.006	0.036
Si	13.949	-2.608	20.235	-0.012	-0.087	0.085
Si	16.413	0.043	19.833	0.038	-0.016	0.027
Si	18.922	2.614	20.228	0.023	0.039	0.11
Si	16.428	5.325	20.331	0.087	-0.049	0.091
Si	19.082	8.254	20.194	-0.083	0.002	0.084
Si	16.524	11.059	20.496	-0.007	-0.052	0.063
Si	19.225	-2.576	20.004	0.005	-0.001	0.051
Si	21.8	0.042	20.301	-0.004	-0.019	0.088
Si	24.41	2.787	20.16	-0.052	0.029	0.023
Si	21.716	5.407	20.344	0.002	-0.024	0.049
Si	24.403	8.161	20.503	-0.015	0.007	0.048
Si	21.815	10.828	19.917	0.022	0.01	-0.034
Si	24.482	-2.617	20.423	-0.03	-0.007	0.081
Si	27.149	-0.063	20.074	0.031	-0.003	0.018
Si	29.865	2.524	20.542	0.092	0.049	0.044
Si	27.135	5.385	20.711	0.009	0.03	0.056
Si	29.98	8.152	20.481	-0.035	-0.021	0.026
Si	27.192	10.834	20.627	0.023	-0.019	0.088
Si	29.855	-2.616	20.567	-0.025	-0.001	0.077
Si	32.578	-0.274	20.484	0.07	0.012	0.079
Si	35.366	2.608	20.388	0.006	-0.03	-0.009
Si	32.665	5.243	20.238	0.054	-0.034	0.006
Si	35.33	8.169	20.284	-0.013	0.021	0.008
Si	32.668	10.927	20.517	-0.017	0.026	0.036
Si	35.472	-2.847	20.241	0.035	-0.084	0.114
Si	38.07	-0.098	20.484	-0.034	0.007	0
Si	40.861	2.691	20.544	-0.027	-0.031	0.035
Si	38.049	5.373	20.431	-0.013	0	0.046
Si	40.797	8.041	20.602	0.008	0.027	0.024
Si	38.123	10.694	20.394	0.021	-0.046	0.05
Si	40.72	-2.839	20.332	0.001	0.055	0.074
Si	-21.805	-0.078	20.356	0	-0.002	-0.006
Si	-19.165	2.561	20.313	0.03	0.05	0.031
Si	-21.608	5.351	20.685	0.014	-0.047	0.089
Si	-19.075	8.225	20.503	-0.017	-0.021	0.013
Si	-21.845	10.938	20.387	-0.026	-0.002	0.041
Si	-19.121	-2.803	20.695	0.02	0.013	0.049
Si	-16.363	-0.125	20.571	-0.023	-0.054	0.032
Si	-13.787	2.678	20.671	0.039	0.05	0.034
Si	-16.42	5.55	20.485	-0.023	0.006	-0.016
Si	-13.548	8.132	20.76	0.018	-0.021	0.054
Si	-16.436	10.88	20.458	0.006	0.062	0.046
Si	-13.702	-2.832	20.586	0.021	0.008	0.06
Si	-11.036	-0.054	20.253	0.022	0.047	0.032
Si	-8.304	2.725	20.338	-0.008	0.045	0.01
Si	-10.99	5.332	20.68	0.043	-0.004	0.037
Si	-8.175	8.199	20.35	-0.011	-0.019	0.023
Si	-10.814	-5.388	20.155	-0.001	-0.014	0.038
Si	-8.29	-2.612	20.148	-0.064	0.085	0.006
Si	-5.431	0.057	20.403	-0.002	-0.013	0.041
Si	-2.579	2.786	20.724	-0.026	-0.022	0.044
Si	-5.334	5.653	20.515	-0.065	-0.037	0.015
Si	-2.705	-8.051	20.526	-0.04	0.004	0.069
Si	-5.381	-5.571	20.235	0.126	-0.014	0.037
Si	-2.743	-2.671	20.455	-0.026	0.007	0.028
Si	1.588	-1.068	21.499	-0.119	-0.215	-0.726
Si	3.889	1.043	21.506	0.097	0.236	-0.696
Si	1.619	4.399	21.883	-0.106	-0.243	-0.677
Si	4.038	6.466	21.847	0.081	0.238	-0.643
Si	1.751	-6.53	21.575	-0.205	-0.043	-0.831
Si	3.731	-4.144	21.487	0.312	0.049	-0.732
Si	6.798	-1.095	21.544	-0.004	-0.091	-0.699
Si	9.747	1.527	21.568	-0.382	-0.443	-0.57
Si	7.119	4.076	21.444	-0.196	-0.128	-0.662
Si	9.099	6.523	21.544	0.152	0.16	-0.644
Si	7.038	-6.453	21.679	-0.193	-0.161	-0.681
Si	9.338	-4.219	21.717	0.169	0.223	-0.615
Si	12.99	-0.934	21.49	-0.296	-0.157	-0.716
Si	14.966	1.406	20.996	-0.003	0.05	-0.521
Si	11.827	3.959	21.79	0.601	0.423	-0.369
Si	15.181	6.824	21.545	-0.119	-0.077	-0.626
Si	12.345	9.782	21.854	-0.043	-0.192	-0.616
Si	15.686	-3.362	21.694	-0.122	-0.28	-0.796
Si	17.835	-1.178	21.206	0.02	0.047	-0.474
Si	20.001	0.986	21.499	0.05	-0.008	-0.735
Si	17.227	3.448	21.656	0.246	0.368	-0.677
Si	20.548	7.066	21.515	-0.109	-0.221	-0.707
Si	18.335	9.996	21.606	-0.449	-0.28	-0.675
Si	20.534	-4.076	21.174	0.166	0.224	-0.564
Si	23.551	-0.773	21.687	-0.103	-0.203	-0.69
Si	25.829	1.382	21.279	-0.037	0.04	-0.514
Si	23.241	4.167	21.633	-0.258	-0.115	-0.713
Si	25.348	6.531	21.941	0.449	0.163	-0.677
Si	22.668	9.393	21.536	0.345	0.072	-0.743
Si	26.019	-3.772	21.784	-0.134	-0.14	-0.779
Si	28.092	-1.417	21.698	0.324	0.009	-0.679
Si	31.546	1.371	21.84	-0.326	-0.165	-0.602
Si	28.125	3.506	21.876	0.202	0.258	-0.66
Si	31.313	6.546	21.541	0.012	0.243	-0.629
Si	28.943	9.762	21.886	-0.422	-0.236	-0.674
Si	31.105	-4.157	21.853	0.296	0.271	-0.691
Si	34.079	-1.719	21.678	-0.193	-0.039	-0.618
Si	36.966	1.565	21.733	-0.304	-0.345	-0.674
Si	33.738	3.692	21.643	0.151	0.105	-0.689
Si	36.825	7.005	21.597	-0.025	-0.188	-0.695
Si	34.323	9.746	21.714	-0.265	-0.103	-0.75
Si	36.566	-4.42	21.593	0.118	0.161	-0.812
Si	39.688	-1.279	21.719	-0.3	-0.096	-0.756
Si	41.911	0.957	21.747	0.077	0.253	-0.778
Si	39.207	3.821	21.777	0.312	0.298	-0.624
Si	42.475	6.961	21.928	-0.24	-0.277	-0.651
Si	39.111	9.116	21.882	0.326	0.179	-0.786
Si	42.064	-4.064	21.776	0.091	-0.024	-0.717
Si	-20.244	-1.025	21.821	-0.105	-0.424	-0.768
Si	-17.975	1.126	21.698	0.244	0.085	-0.736
Si	-20.164	3.88	21.957	-0.219	0.071	-0.726
Si	-17.525	7.133	21.885	-0.191	-0.172	-0.696
Si	-20.739	9.383	21.686	0.232	0.101	-0.729
Si	-17.551	-4.047	22.03	-0.243	-0.072	-0.68
Si	-15.339	-1.764	21.963	0.151	0.047	-0.823
Si	-12.175	1.317	21.763	-0.314	-0.042	-0.704
Si	-14.953	4.415	21.884	-0.003	-0.229	-0.737
Si	-12.49	6.401	22.199	0.186	0.277	-0.68
Si	-15.285	9.369	21.785	0.279	0.077	-0.719
Si	-11.919	-4.014	21.624	-0.311	0.013	-0.733
Si	-9.931	-1.626	21.542	0.241	0.07	-0.759
Si	-6.799	1.523	21.59	-0.008	-0.22	-0.709
Si	-9.943	3.537	21.835	0.148	0.308	-0.759
Si	-6.956	6.856	21.814	0.294	0.189	-0.547
Si	-9.155	9.99	21.47	-0.115	-0.235	-0.749
Si	-6.947	-4.18	21.122	-0.094	0.019	-0.598
Si	-3.85	-1.046	21.759	-0.177	-0.203	-0.769
Si	-1.384	0.955	21.867	0.122	0.455	-0.635
Si	-3.682	4.604	21.849	-0.143	-0.341	-0.776
Si	-1.379	6.719	21.704	0.093	0.203	-0.771
Si	-3.929	-6.523	21.901	-0.172	-0.245	-0.631
Si	-1.738	-4.175	21.974	0.383	0.141	-0.661
Si	4.382	1.085	-5.426	0.069	-0.136	-0.159
Si	7.292	7.701	-6.896	-0.041	-0.075	-0.167
Si	1.113	3.882	24.932	0.001	0.106	-0.172
Si	5.427	6.128	24.638	0.075	-0.028	-0.084
Si	4.182	-1.767	-4.297	-0.068	-0.047	0.022
Si	5.429	-3.05	23.589	-0.07	0.049	-0.148
Si	3.967	-2.455	-7.07	-0.038	0.047	-0.091
Si	10.331	1.102	24.404	-0.178	0.047	-0.034
Si	12.751	-0.52	24.238	-0.051	-0.041	0.067
Si	6.359	2.078	26.014	0.122	0.014	0.096
Si	10.021	-4.069	24.744	-0.044	0.077	0.047
Si	8.141	-6.239	26.054	0.168	0.019	-0.059
Si	15.618	4.164	25.8	-0.08	-0.165	-0.159
Si	17.538	2.534	24.521	-0.084	0.23	-0.098
Si	10.718	4.009	24.716	0.172	-0.018	-0.134
Si	13.63	6.688	23.83	0.066	-0.047	0.071
Si	12.645	-5.123	26.057	-0.019	0.008	0.095
Si	21.172	-0.395	-6.424	0.017	0.048	0.051
Si	24.715	4.436	26.121	0.077	0.126	0.111
Si	21.309	2.925	23.67	0.118	0.016	-0.068
Si	19.946	5.701	24.255	0.058	0.023	-0.087
Si	17.572	-5.421	-6.288	0.012	0.01	-0.019
Si	19.441	-6.318	24.426	0.038	0.082	-0.105
Si	23.492	-1.023	24.671	-0.006	0.028	-0.067
Si	21.599	7.841	25.241	-0.089	0.073	-0.052
Si	-32.57	8.178	23.758	0.012	-0.041	0.048
Si	24.649	-3.728	24.571	-0.103	-0.079	-0.117
Si	30.979	-7.267	-6.387	0.115	-0.012	-0.103
Si	22.002	-4.755	23.561	-0.043	-0.018	-0.16
Si	30.264	-1.13	-6.433	-0.088	0.114	0.008
Si	32.512	0.042	-4.825	0.04	0.007	0.031
Si	-29.561	-0.145	23.631	0.055	0.099	0.031
Si	30.028	6.173	-6.853	0.04	0.131	-0.105
Si	-31.528	4.597	-5.843	0.044	-0.158	-0.051
Si	-32.256	-3.394	24.108	0.001	-0.001	-0.102
Si	30.569	0.803	24.844	0.007	0.025	-0.137
Si	-30.933	-1.338	25.938	0.004	-0.057	-0.077
Si	-28.492	-1.946	-2.031	-0.073	0.064	0.306
Si	-29.729	5.141	23.668	-0.049	0.023	-0.096
Si	25.688	-7.626	-6.084	-0.064	0.027	-0.041
Si	-27.45	-2.543	23.734	0.08	0.039	-0.138
Si	-28.439	-2.353	-6.685	-0.04	0.142	-0.082
Si	-21.724	2.176	24.138	0.012	0.087	-0.111
Si	-26.411	7.005	26.024	-0.085	0.138	-0.035
Si	-25.742	7.827	-4.403	0.033	0.036	0.048
Si	-26.997	4.297	24.471	0.17	0.085	-0.038
Si	-23.487	7.429	24.774	0.027	-0.193	-0.073
Si	-20.793	-4.146	26.017	-0.084	-0.066	0.055
Si	-21.99	-2.199	23.995	-0.104	0.062	-0.052
Si	-18.841	3.441	-4.332	0.112	-0.024	0.078
Si	-19.618	0.646	25.919	-0.031	0.049	-0.038
Si	-21.78	4.439	-4.984	0.004	0.241	-0.006
Si	-18.59	7.396	24.75	-0.131	0.051	-0.107
Si	-19.184	-5.867	24.106	0.116	0.13	-0.15
Si	-13.069	-2.688	26.001	-0.064	0.084	0.036
Si	-13.578	-0.306	24.133	-0.015	-0.043	-0.15
Si	-17.669	3.24	-7.093	-0.092	-0.032	0.054
Si	-14.605	-6.505	24.666	-0.115	0.01	-0.019
Si	-9.205	-6.185	24.427	0.041	-0.035	-0.147
Si	-12.062	-5.287	24.488	0.159	0.006	-0.067
Si	-7.293	-0.606	-4.517	0.078	0.008	-0.11
Si	-3.149	5.008	-5.817	0.173	-0.088	-0.05
Si	-4.488	-6.723	24.996	-0.007	-0.052	-0.187
Si	-7.187	-6.139	-4.261	0.045	0.044	-0.038
Si	-11.06	-2.105	-5.029	0.075	0.009	-0.059
Si	-3.905	2.452	25.908	0.011	0.068	-0.044
Si	-1.207	-2.878	24.915	-0.133	0.016	-0.115
Si	3.831	4.002	26.125	0.122	0.042	0.061
Si	-5.539	3.37	23.662	-0.13	0.068	-0.016
Si	0.199	-7.895	23.804	-0.102	-0.099	-0.089
Si	-1.62	-6.585	25.472	0.013	0.002	0.01
Si	3.357	-5.924	25.849	-0.013	-0.046	-0.066
Si	3.762	3.899	-4.198	-0.014	0.056	-0.119
Si	6.914	-5.995	-2.731	0.052	0.074	0.033
Si	7.874	4.551	25.295	0	-0.069	-0.01
Si	3.124	-7.878	-5.329	-0.021	0.134	-0.025
Si	0.4	-4.431	-7.005	0.017	-0.068	0.028
Si	1.986	-0.095	-6.939	0.073	0.069	-0.147
Si	6.362	1.515	23.084	0.038	-0.069	-0.235
Si	13.627	6.005	-2.233	-0.142	-0.118	0.318
Si	10.975	7.75	23.522	-0.003	0.108	0.006
Si	2.446	2.582	-1.964	0.12	-0.007	0.067
Si	9.202	-5.585	-4.479	0.178	-0.035	-0.034
Si	10.567	-1.354	26.02	0.013	0.039	-0.149
Si	17.399	-1.55	-2.767	0.123	0.048	0.025
Si	15.039	1.457	25.188	-0.141	0.146	-0.033
Si	14.861	4.337	-4.579	0.046	-0.203	-0.023
Si	15.903	-7.772	23.754	-0.022	-0.127	-0.03
Si	12.952	-3.122	-4.539	0.017	-0.043	0.064
Si	16.055	-3.946	-4.301	-0.133	0.055	-0.121
Si	17.457	3.443	-3.067	-0.06	-0.005	0.105
Si	22.387	5.481	-4.857	-0.075	-0.014	-0.044
Si	17.198	6.515	25.525	-0.1	0.096	-0.046
Si	20.095	3.599	-4.774	-0.039	0.009	-0.04
Si	14.567	-5.147	23.734	-0.104	-0.076	-0.087
Si	20.434	-4.329	-2.864	0.033	-0.121	0.013
Si	26.674	5.572	-2.882	-0.037	0.075	0.12
Si	27.726	0.222	24.391	0.096	-0.117	-0.12
Si	23.996	-6.019	-4.307	0.1	0	0.047
Si	23.525	-3.596	-2.895	-0.005	0.076	0.187
Si	25.243	1.438	25.413	0.043	-0.045	0.02
Si	26.93	2.532	-2.605	-0.041	0.081	0.223
Si	29.859	2.789	-1.982	-0.024	0.039	0.207
Si	30.087	4.772	23.681	-0.025	-0.084	0.075
Si	29.887	-6.818	-3.597	-0.019	0.074	0.026
Si	24.368	7.035	24.725	0.173	0.11	-0.103
Si	27.056	6.02	-5.848	-0.058	0.005	-0.101
Si	32.332	2.843	-3.719	0.039	-0.023	0.024
Si	-29.224	-7.091	-6.755	0.062	0.032	-0.276
Si	31.875	3.403	25.629	0.048	0.149	-0.18
Si	-30.954	6.615	26.042	-0.108	0.079	-0.23
Si	-23.591	-6.708	-4.103	-0.034	-0.026	0.029
Si	-31.438	-4.358	-4.249	0.006	-0.077	-0.031
Si	-26.499	-0.209	-5.745	0.083	0.105	0.052
Si	-23.676	-0.601	-6.703	-0.036	0.014	0.008
Si	-21.765	5.883	-2.312	0.052	-0.143	0.204
Si	-27.172	5.795	-2.442	0.087	-0.149	0.056
Si	-19.422	-5.931	-2.834	0.092	-0.02	0.187
Si	-25.887	-5.443	-4.388	0.034	-0.032	-0.034
Si	-14.062	-5.85	-3.641	-0.152	-0.215	0.122
Si	-23.552	2.588	-6.572	-0.077	-0.096	-0.222
Si	-11.592	-4.17	-2.932	-0.079	-0.001	0.194
Si	-19.814	7.585	-4.012	-0.012	-0.205	0.033
Si	-16.486	-7.842	-6.937	-0.035	0.101	-0.075
Si	-21.899	-4.691	-2.942	-0.087	0.06	0.171
Si	-19.118	-1.537	-6.307	0.016	0.065	0.022
Si	-16.183	-2.392	-5.854	0.048	-0.02	-0.037
Si	-10.668	5.149	-5.969	0.059	0.022	-0.164
Si	-17.509	3.575	23.407	-0.034	-0.061	-0.235
Si	-11.315	7.928	-5.423	0.043	0.078	-0.131
Si	-15.836	-5.316	-6.018	-0.001	0.058	0.02
Si	-11.684	6.487	25.284	0.085	0.071	-0.087
Si	-12.209	0.328	-4.068	-0.097	0.043	-0.072
Si	-12.904	3.2	-4.831	-0.144	0.035	0.076
Si	-6.008	8.114	-6.368	0.063	0.015	0.015
Si	-3.669	-2.418	-3.037	-0.177	0.175	-0.004
Si	-8.192	-0.351	23.64	0.028	-0.028	-0.223
Si	-7.847	0.808	-6.948	0.061	0.043	0.03
Si	-8.17	4.87	23.608	0.123	-0.022	0.07
Si	-5.161	0.438	-6.237	-0.011	0.004	0.065
Si	-1.852	7.85	-6.038	0.074	-0.021	0.062
Si	-1.533	-6.523	-3.739	0.034	-0.045	0.076
Si	-5.813	-2.424	23.421	0.058	0.156	-0.16
Si	0.227	-0.444	23.995	0.068	0.044	-0.216
Si	1.591	-3.615	-4.143	0.101	-0.015	0.025
Si	-1.36	2.821	-6.701	-0.112	0.063	0.001
Si	0.835	7.197	-6.982	-0.039	-0.042	-0.056
Si	5.842	-3.23	-2.077	0.006	-0.037	0.208
Si	-2.812	7.89	-1.687	-0.018	-0.078	-0.082
Si	-0.494	0.177	-5.127	0.024	0.155	-0.039
Si	0.256	0.448	-2.124	0.07	-0.011	0.208
Si	10.715	-0.425	-2.151	-0.046	-0.058	0.151
Si	5.558	5.622	-2.297	0.024	-0.046	0.134
Si	11.813	6.443	26.004	-0.054	-0.036	0.003
Si	5.797	-6.034	24.288	-0.024	-0.035	-0.067
Si	5.895	7.992	-4.217	-0.043	-0.076	0.072
Si	13.988	-7.757	-3.496	0.062	0.059	-0.01
Si	11.846	-0.277	-4.855	-0.03	-0.035	-0.044
Si	14.046	1.622	-5.237	-0.041	-0.032	-0.03
Si	11.816	-7.103	-5.487	-0.021	-0.069	-0.027
Si	10.428	-3.34	-2.883	0.148	-0.021	0.064
Si	15.856	-5.879	-2.048	0.004	0.068	0.109
Si	15.753	0.968	-2.747	-0.012	0.24	0.016
Si	22.401	1.584	-4.285	-0.066	-0.025	-0.028
Si	16.628	-7.943	-5.134	0.039	0.025	-0.026
Si	19.163	-6.787	-4.192	-0.14	0.106	0.043
Si	19.908	-1.743	-4.081	-0.002	0.088	-0.008
Si	20.121	1.677	25.863	0.128	0.049	0.007
Si	21.569	-0.053	-2.053	-0.143	-0.049	-0.014
Si	25.147	1.473	-4.884	-0.001	-0.014	0.055
Si	21.771	-7.822	-5.065	-0.044	0.014	-0.018
Si	22.245	5.467	-1.771	-0.189	0.084	-0.048
Si	25.608	-4.854	-6.275	0.046	-0.001	-0.009
Si	27.313	-2.566	-2.259	0.053	-0.162	0.223
Si	25.342	-1.533	-4.335	-0.003	-0.111	-0.043
Si	32.274	-5.766	-2.048	-0.009	0.014	0.127
Si	24.587	7.4	-1.547	0.041	0.214	-0.181
Si	28.11	-4.551	-4.433	-0.053	-0.051	0.005
Si	29.972	-6.699	24.534	-0.034	-0.155	-0.111
Si	27.407	-1.561	-6.716	0.096	0.074	0.118
Si	-31.306	-1.693	-2.89	-0.04	0.023	0.096
Si	-30.365	2.684	-2.184	0.018	0.054	0.011
Si	29.191	7.273	-1.967	0.027	-0.045	0.195
Si	29.289	-3.725	-7.113	-0.051	-0.044	-0.04
Si	-31.483	-5.806	26.074	-0.057	-0.135	0.009
Si	-28.627	-4.84	-4.759	-0.053	0.038	0.03
Si	-19.834	0.752	-4.542	0.026	-0.108	-0.031
Si	-25.866	-1.225	-3.111	0.078	0.197	0.106
Si	-28.77	4.027	-4.489	-0.111	0.035	-0.037
Si	-21.26	6.885	-6.776	0.073	0.035	-0.025
Si	-23.891	-4.978	-6.47	0.088	-0.033	0.025
Si	-24.28	-6.173	23.943	-0.097	-0.022	-0.172
Si	-26.673	2.766	-6.496	-0.005	-0.01	-0.048
Si	-15.248	0.009	-4.539	0.004	0.042	0.138
Si	-17.615	5.69	-2.967	-0.068	0.164	0.194
Si	-13.538	7.74	-2.027	0.067	0.066	0.109
Si	-23.191	-2.114	-4.051	0.06	0.147	-0.014
Si	-21.724	-0.023	-2.203	-0.008	0.012	0.152
Si	-16.561	-5.232	-1.937	0.023	-0.038	0.097
Si	-14.957	1.934	-6.858	0.044	-0.093	0.102
Si	-15.886	1.144	-1.715	0.09	0.06	0.226
Si	-7.772	7.461	24.68	0.045	0.094	-0.337
Si	-6.701	-4.557	25.268	-0.067	-0.121	-0.117
Si	-14.05	7.012	-6.041	0.094	0.062	-0.148
Si	-10.695	0.365	-1.634	0.046	-0.03	0.032
Si	-8.207	1.618	-2.784	0.053	0.192	-0.047
Si	-14.603	5.284	-3.796	0.135	-0.039	0.029
Si	-8.133	-3.286	-5.289	-0.073	-0.003	0.086
Si	-9.886	-6.614	-3.144	-0.093	-0.146	0.124
Si	-5.4	-4.927	-2.129	-0.062	0.081	0.226
Si	-7.998	3.492	-5.391	-0.109	-0.02	0.219
Si	-5.67	5.469	-4.667	-0.089	-0.033	-0.051
Si	-5.127	5.972	-1.906	0.137	0.065	0.132
Si	1.536	-6.473	-3.172	-0.014	0.01	0.154
Si	-2.971	-1.591	-5.982	-0.09	-0.14	0.14
Si	-1.098	-3.764	-2.774	0.017	-0.188	0.053
Si	1.275	-1.34	5.434	0.002	-0.017	-0.005
Si	4.053	1.406	5.458	-0.001	-0.012	-0.006
Si	1.344	4.124	5.423	0.009	-0.003	0.001
Si	4.046	6.827	5.432	-0.018	0.014	-0.007
Si	1.378	9.583	5.432	0.003	-0.011	-0.013
Si	4.086	12.276	5.376	0.011	-0.005	-0.021
Si	6.791	-1.345	5.376	0.006	-0.01	-0.019
Si	9.528	1.316	5.381	0.012	-0.001	-0.012
Si	6.815	4.058	5.428	0.011	0.004	-0.018
Si	9.474	6.78	5.479	0.022	0.017	0.014
Si	6.749	9.54	5.459	-0.005	-0.006	-0.007
Si	9.492	12.313	5.472	-0.018	-0.008	-0.003
Si	12.226	-1.292	5.394	-0.005	0.022	-0.019
Si	14.951	1.349	5.38	-0.002	0.005	-0.009
Si	12.248	4.016	5.457	0.019	-0.01	-0.006
Si	15.015	6.762	5.464	0.027	0.008	-0.006
Si	12.279	9.532	5.513	0.008	0.004	0.027
Si	15.036	12.223	5.451	-0.014	0.002	-0.012
Si	17.757	-1.423	5.379	0.009	0.005	-0.025
Si	20.477	1.276	5.36	0.007	0.024	-0.04
Si	17.69	4.031	5.4	-0.022	-0.018	-0.003
Si	20.421	6.708	5.408	-0.003	-0.004	-0.016
Si	17.779	9.439	5.422	0.016	-0.009	-0.002
Si	20.482	12.14	5.373	-0.001	0.003	-0.018
Si	23.206	-1.509	5.44	0.012	0.013	-0.001
Si	25.889	1.215	5.477	0.009	-0.001	-0.003
Si	23.156	3.95	5.377	0.004	0.022	-0.023
Si	25.88	6.721	5.458	0.031	0.03	0.003
Si	23.148	9.417	5.461	0.022	-0.001	-0.006
Si	25.919	12.176	5.49	-0.003	0.015	-0.004
Si	28.608	-1.473	5.499	-0.004	0.017	-0.005
Si	31.342	1.266	5.506	0.001	0.005	0.015
Si	28.649	3.938	5.524	0.02	-0.004	-0.011
Si	31.42	6.696	5.568	0.021	0.009	0.006
Si	28.639	9.438	5.54	-0.004	0.01	0
Si	31.414	12.134	5.465	0	-0.032	-0.001
Si	34.092	-1.44	5.391	0.003	-0.022	-0.014
Si	-28.513	1.291	5.365	0.008	-0.011	-0.011
Si	34.121	3.991	5.455	-0.023	-0.024	0.007
Si	-28.517	6.728	5.366	-0.037	-0.038	-0.012
Si	34.064	9.472	5.479	0.008	0.001	0.004
Si	-28.483	12.198	5.436	0.005	0	0.002
Si	-25.822	-1.346	5.379	-0.024	0.005	-0.014
Si	-23.191	1.415	5.36	-0.015	0.025	-0.015
Si	-25.845	4.045	5.367	0.009	-0.018	-0.005
Si	-23.156	6.817	5.396	0.005	0.024	-0.008
Si	-25.814	9.497	5.366	0.011	-0.001	-0.013
Si	-23.103	12.254	5.423	0.022	0.026	-0.002
Si	-20.429	-1.325	5.453	0.007	-0.011	-0.001
Si	-17.795	1.447	5.545	-0.014	0.023	-0.013
Si	-20.47	4.138	5.399	0.006	0.027	-0.013
Si	-17.732	6.843	5.4	0.013	0	-0.02
Si	-20.427	9.519	5.461	0.002	-0.009	0.006
Si	-17.712	12.283	5.466	-0.026	0.003	-0.016
Si	-15.004	-1.348	5.541	0.01	-0.023	-0.008
Si	-12.302	1.438	5.53	-0.013	-0.011	-0.013
Si	-15.059	4.136	5.585	-0.012	-0.002	-0.002
Si	-12.333	6.942	5.552	-0.013	0.009	-0.006
Si	-14.989	9.533	5.428	0.028	0.012	0.005
Si	-12.299	12.239	5.5	0.002	-0.005	-0.007
Si	-9.522	-1.352	5.513	0.017	-0.016	-0.001
Si	-6.809	1.422	5.528	0.001	0	0.001
Si	-9.581	4.158	5.503	-0.012	-0.05	-0.028
Si	-6.842	6.903	5.497	-0.022	-0.01	-0.002
Si	-9.635	9.648	5.548	-0.012	0.01	0.005
Si	-6.884	-3.929	5.461	-0.011	0.023	-0.007
Si	-4.127	-1.265	5.439	-0.005	0.009	-0.001
Si	-1.431	1.416	5.414	-0.001	0.004	-0.003
Si	-4.137	4.14	5.511	0.001	-0.026	-0.005
Si	-1.394	6.888	5.491	-0.003	-0.011	-0.005
Si	-4.132	-6.707	5.415	-0.003	-0.028	-0.026
Si	-1.407	-4.021	5.394	-0.008	0.012	-0.024
Si	2.672	0.021	6.774	0.004	0.009	-0.005
Si	5.427	2.747	6.804	-0.013	-0.014	0.01
Si	2.686	5.48	6.8	-0.01	0.013	-0.002
Si	5.395	8.181	6.808	0.004	0.012	0
Si	2.728	10.942	6.781	0.001	-0.009	0.003
Si	5.43	-2.692	6.754	0	-0.002	-0.003
Si	8.153	-0.006	6.758	0.006	0.004	-0.001
Si	10.87	2.668	6.783	0.021	-0.005	0
Si	8.124	5.43	6.823	-0.005	0.007	0.001
Si	10.879	8.145	6.798	0.016	-0.017	-0.002
Si	8.134	10.908	6.79	0.01	-0.002	-0.009
Si	10.88	-2.652	6.784	-0.027	0.008	-0.008
Si	13.6	0.02	6.769	-0.009	0.011	0.003
Si	16.324	2.687	6.751	-0.012	-0.004	0.003
Si	13.615	5.407	6.784	-0.016	0.002	-0.012
Si	16.386	8.125	6.791	-0.006	-0.012	0.002
Si	13.652	10.898	6.821	-0.004	-0.013	0.005
Si	16.393	-2.735	6.78	0.004	0.003	0.009
Si	19.109	-0.059	6.736	-0.017	-0.024	0.01
Si	21.799	2.635	6.761	-0.005	-0.011	-0.002
Si	19.054	5.38	6.767	-0.009	0.015	0.004
Si	21.779	8.065	6.786	-0.01	0.011	0.002
Si	19.123	10.815	6.766	0.008	-0.01	-0.002
Si	21.817	-2.834	6.775	0.003	-0.006	0.004
Si	24.528	-0.125	6.818	0.009	-0.008	0.008
Si	27.255	2.589	6.833	-0.018	-0.002	-0.011
Si	24.515	5.325	6.761	-0.006	-0.006	-0.013
Si	27.256	8.059	6.837	-0.015	-0.009	0.004
Si	24.532	10.791	6.794	-0.01	0	-0.003
Si	27.255	-2.798	6.866	-0.01	0.012	0.007
Si	29.981	-0.102	6.84	0.006	-0.009	-0.009
Si	32.722	2.652	6.814	0	0.002	-0.003
Si	30.001	5.336	6.858	-0.006	0.017	-0.009
Si	32.752	8.098	6.875	-0.004	-0.015	0.002
Si	30.017	10.816	6.844	-0.008	0.011	-0.014
Si	32.75	-2.791	6.798	0.001	-0.001	-0.009
Si	-29.857	-0.061	6.762	-0.01	0.016	-0.01
Si	-27.172	2.666	6.746	-0.002	0.002	-0.009
Si	-29.84	5.392	6.797	-0.007	0.011	-0.001
Si	-27.16	8.108	6.735	0.014	-0.001	-0.018
Si	-29.844	10.838	6.805	-0.006	0.002	0.004
Si	-27.148	-2.729	6.772	-0.01	0.004	-0.003
Si	-24.488	0.019	6.757	-0.015	0.006	-0.001
Si	-21.814	2.745	6.754	0.005	-0.025	-0.007
Si	-24.496	5.42	6.748	0.007	-0.01	-0.011
Si	-21.797	8.153	6.794	0.005	0.004	0.004
Si	-24.471	10.863	6.756	-0.002	0.007	-0.005
Si	-21.769	-2.71	6.807	0.004	-0.012	0.008
Si	-19.108	0.023	6.859	0.017	-0.002	0
Si	-16.411	2.766	6.91	-0.003	0.005	0.012
Si	-19.083	5.47	6.777	0.005	-0.013	-0.016
Si	-16.373	8.189	6.794	-0.018	0.007	-0.02
Si	-19.065	10.894	6.811	-0.003	-0.007	-0.003
Si	-16.371	-2.707	6.874	0.023	-0.007	0.001
Si	-13.645	0.039	6.874	0.009	0.003	-0.001
Si	-10.923	2.785	6.875	-0.01	0.007	-0.002
Si	-13.668	5.518	6.883	-0.005	0.006	-0.017
Si	-10.952	8.258	6.911	0.003	0.018	0.015
Si	-13.653	10.875	6.848	0.033	-0.023	-0.003
Si	-10.923	-2.703	6.849	0.017	-0.007	-0.018
Si	-8.182	0.041	6.862	0.007	-0.014	-0.012
Si	-5.479	2.79	6.885	0.005	0	0.016
Si	-8.209	5.522	6.849	0.011	0.026	-0.013
Si	-5.464	-8.066	6.828	0.012	-0.008	-0.002
Si	-8.22	-5.316	6.846	-0.031	0.006	-0.009
Si	-5.49	-2.616	6.823	-0.014	0.009	0.002
Si	-2.762	0.068	6.814	-0.005	-0.007	0.007
Si	-0.045	2.768	6.77	-0.008	0.014	-0.009
Si	-2.745	5.5	6.835	0.019	-0.005	-0.006
Si	-0.005	8.241	6.808	-0.002	-0.008	0.005
Si	-2.765	-5.366	6.784	0.009	0.017	-0.003
Si	-0.065	-2.686	6.803	0.005	0.011	0.005
Si	1.315	1.396	8.131	-0.007	-0.01	-0.01
Si	4.059	4.118	8.15	0.031	0.023	-0.002
Si	1.329	6.848	8.16	-0.003	-0.012	0.006
Si	4.051	9.56	8.156	-0.009	-0.025	0.002
Si	1.339	-4.033	8.138	-0.001	0.003	-0.005
Si	4.054	-1.336	8.119	-0.006	-0.006	-0.006
Si	6.791	1.364	8.128	-0.008	0.007	-0.004
Si	9.516	4.062	8.134	0.003	0.012	-0.003
Si	6.768	6.819	8.155	0.002	-0.013	0.003
Si	9.512	9.535	8.125	0.003	0.008	-0.006
Si	6.774	-4.052	8.138	-0.01	-0.005	0.004
Si	9.508	-1.332	8.15	0.013	-0.001	0.012
Si	12.245	1.353	8.151	-0.005	-0.01	0.017
Si	14.983	4.052	8.127	0.017	-0.004	0.008
Si	12.249	6.781	8.131	-0.006	0.005	0.009
Si	15.012	9.502	8.132	-0.01	0.002	0
Si	12.252	-4.043	8.121	0.025	0.007	-0.015
Si	14.988	-1.362	8.095	-0.011	-0.001	-0.019
Si	17.717	1.314	8.078	-0.002	-0.003	-0.022
Si	20.437	4.018	8.102	-0.006	-0.009	-0.014
Si	17.728	6.759	8.139	0.009	0.006	0.011
Si	20.458	9.458	8.139	-0.003	0.004	0.017
Si	17.749	-4.123	8.109	-0.004	0.011	-0.008
Si	20.461	-1.426	8.101	0.023	0.014	-0.009
Si	23.17	1.287	8.127	0.016	0.007	-0.008
Si	25.892	3.993	8.139	0.026	0.018	0.002
Si	23.167	6.71	8.117	-0.01	-0.004	-0.003
Si	25.898	9.446	8.161	0.021	0.01	0.002
Si	23.18	-4.166	8.15	-0.008	0.004	0.009
Si	25.899	-1.434	8.197	0	-0.007	0.018
Si	28.63	1.264	8.195	0.002	-0.015	0.007
Si	31.372	3.997	8.201	0.011	0.006	0
Si	28.623	6.705	8.185	-0.017	-0.018	0.006
Si	31.354	9.442	8.199	-0.006	-0.019	-0.002
Si	28.644	-4.15	8.19	0.014	0.017	-0.004
Si	31.367	-1.451	8.168	-0.008	-0.007	-0.002
Si	-31.212	1.282	8.156	-0.009	-0.006	0.003
Si	-28.502	4.02	8.146	-0.004	0.011	0.013
Si	-31.181	6.728	8.202	0.007	0.018	0.013
Si	-28.502	9.454	8.145	-0.031	-0.005	0.002
Si	-31.199	-4.142	8.18	0.017	0.004	0.011
Si	-28.512	-1.4	8.15	0.007	-0.004	0.007
Si	-25.83	1.34	8.15	0.004	-0.012	0.014
Si	-23.145	4.082	8.146	0.003	0.011	0.009
Si	-25.828	6.768	8.138	-0.005	0.001	0.01
Si	-23.136	9.516	8.156	-0.004	-0.011	0.009
Si	-25.815	-4.105	8.141	-0.009	0	0.003
Si	-23.142	-1.35	8.144	0.004	0.003	-0.007
Si	-20.48	1.389	8.175	-0.004	-0.01	0
Si	-17.768	4.133	8.222	0.006	-0.007	0.008
Si	-20.431	6.806	8.161	0.005	0.018	0.007
Si	-17.713	9.537	8.18	0.02	0.014	0.006
Si	-20.423	-4.074	8.176	0	0.024	-0.005
Si	-17.731	-1.334	8.212	-0.007	0.002	0
Si	-15.02	1.392	8.227	-0.012	-0.017	-0.004
Si	-12.293	4.143	8.223	0.022	-0.003	0.008
Si	-15.044	6.85	8.221	0.002	-0.002	0.01
Si	-12.314	9.572	8.271	0.004	0.008	0.03
Si	-15.005	-4.076	8.212	-0.022	-0.01	0.004
Si	-12.276	-1.331	8.213	-0.004	0.01	-0.001
Si	-9.564	1.399	8.213	-0.015	-0.015	-0.002
Si	-6.858	4.15	8.216	-0.026	-0.037	-0.004
Si	-9.569	6.868	8.221	-0.018	-0.01	-0.01
Si	-6.847	-6.714	8.18	-0.007	-0.003	-0.004
Si	-9.576	-4.02	8.249	0.011	0.01	0.016
Si	-6.831	-1.296	8.232	0.008	0.022	0.01
Si	-4.105	1.421	8.205	0.015	0.027	0.016
Si	-1.381	4.127	8.167	0.006	0.014	0.01
Si	-4.116	6.867	8.182	-0.021	0.001	-0.008
Si	-1.392	-6.727	8.152	0.003	0	-0.006
Si	-4.129	-4.013	8.16	-0.003	-0.01	-0.006
Si	-1.411	-1.313	8.167	-0.015	-0.016	-0.001
Si	-0.036	0.048	9.515	0.004	0.005	0.006
Si	2.684	2.753	9.494	-0.009	-0.002	-0.004
Si	-0.028	5.49	9.522	-0.003	-0.007	0.001
Si	2.694	8.203	9.515	0.002	0.016	0.006
Si	-0.021	-5.384	9.51	0.007	0.01	0.01
Si	2.698	-2.68	9.502	0.004	0.002	0.004
Si	5.415	0.018	9.484	0.005	-0.011	0.002
Si	8.145	2.725	9.494	0.005	-0.01	0
Si	5.414	5.469	9.516	-0.024	0.014	0.012
Si	8.15	8.182	9.49	-0.005	-0.008	-0.004
Si	5.424	-5.409	9.505	0.004	0.011	0.002
Si	8.145	-2.701	9.492	0.006	-0.002	0.002
Si	10.88	0.009	9.505	-0.002	0.009	0.016
Si	13.607	2.722	9.488	-0.014	0	0.007
Si	10.876	5.437	9.483	0.018	-0.006	0.007
Si	13.618	8.156	9.466	0.008	-0.008	0.003
Si	10.882	-5.418	9.463	-0.01	-0.017	-0.004
Si	13.628	-2.704	9.469	-0.008	0.014	0.01
Si	16.348	-0.012	9.455	-0.005	-0.002	0.006
Si	19.069	2.675	9.448	-0.002	0.015	0.01
Si	16.343	5.416	9.474	-0.017	0.002	0.004
Si	19.085	8.122	9.487	-0.004	0.006	0.008
Si	16.371	-5.454	9.474	0.01	-0.004	0.007
Si	19.098	-2.763	9.47	-0.004	-0.005	0.005
Si	21.81	-0.066	9.471	-0.017	-0.006	0.014
Si	24.532	2.648	9.492	-0.014	-0.011	0.006
Si	21.797	5.377	9.47	-0.006	0	0.001
Si	24.527	8.076	9.489	0.002	-0.007	-0.008
Si	21.821	-5.513	9.5	0.004	-0.012	0
Si	24.535	-2.802	9.513	0.008	0.013	0.006
Si	27.266	-0.077	9.546	-0.007	0.003	0.011
Si	29.988	2.643	9.542	0.004	-0.002	-0.002
Si	27.25	5.347	9.516	-0.003	0.004	0.005
Si	29.983	8.077	9.535	-0.003	0.019	-0.001
Si	27.268	-5.518	9.517	0.001	-0.005	0.001
Si	30.001	-2.791	9.539	-0.003	-0.001	0.005
Si	-32.576	-0.068	9.526	0.006	-0.002	-0.002
Si	-29.869	2.664	9.511	0	0.005	-0.006
Si	-32.564	5.376	9.551	-0.006	0.017	0.002
Si	-29.846	8.107	9.547	0.012	-0.028	0.005
Si	-32.568	-5.508	9.538	-0.013	0.016	-0.006
Si	-29.858	-2.766	9.528	-0.008	0.009	0.004
Si	-27.168	-0.035	9.517	-0.012	0.013	-0.003
Si	-24.48	2.703	9.519	-0.004	-0.01	-0.005
Si	-27.168	5.396	9.518	-0.001	-0.015	0.001
Si	-24.478	8.132	9.514	0.007	0.012	-0.006
Si	-27.164	-5.483	9.509	0.012	-0.006	-0.011
Si	-24.472	-2.74	9.514	-0.002	0.001	-0.001
Si	-21.802	-0.001	9.537	-0.006	0.006	0.003
Si	-19.109	2.734	9.554	0.001	0.015	0.001
Si	-21.778	5.43	9.521	0.014	-0.015	-0.009
Si	-19.069	8.159	9.535	-0.001	-0.01	-0.006
Si	-21.777	-5.451	9.528	0.007	0.003	-0.007
Si	-19.079	-2.718	9.555	0.007	-0.016	-0.001
Si	-16.372	0.02	9.577	0.023	-0.003	0.008
Si	-13.649	2.759	9.576	-0.004	0.002	-0.008
Si	-16.384	5.47	9.58	-0.019	0.018	0.003
Si	-13.674	8.185	9.598	0.004	0.018	0.005
Si	-16.363	-5.438	9.568	0.007	-0.011	0.008
Si	-13.643	-2.701	9.566	0.018	-0.006	-0.005
Si	-10.924	0.035	9.578	0.011	-0.006	-0.003
Si	-8.21	2.77	9.57	0.003	0.01	0.003
Si	-10.925	5.493	9.579	0.01	-0.001	0.001
Si	-8.192	-8.091	9.56	0.004	0	-0.007
Si	-10.93	-5.393	9.605	0.002	0.004	0.006
Si	-8.205	-2.657	9.589	-0.01	-0.004	-0.007
Si	-5.47	0.068	9.569	-0.013	-0.02	0.001
Si	-2.743	2.785	9.546	0.008	-0.03	-0.001
Si	-5.478	5.508	9.554	-0.001	0.014	0.001
Si	-2.746	-8.095	9.527	0.011	-0.017	0.003
Si	-5.479	-5.372	9.546	0.006	0.008	-0.003
Si	-2.768	-2.667	9.534	0.001	0.019	0.014
Si	1.334	-1.318	10.864	0.011	-0.004	-0.003
Si	4.052	1.386	10.843	0.004	0.004	-0.008
Si	1.334	4.12	10.868	-0.002	0.014	0.003
Si	4.059	6.839	10.866	0.009	-0.009	-0.002
Si	1.334	9.566	10.869	-0.013	-0.025	-0.003
Si	4.061	-4.048	10.86	-0.004	-0.023	-0.002
Si	6.779	-1.34	10.844	-0.007	0.002	-0.002
Si	9.514	1.377	10.848	0.009	0.006	0.005
Si	6.79	4.103	10.851	-0.005	0.008	-0.008
Si	9.52	6.817	10.836	0.005	-0.001	-0.004
Si	6.795	9.546	10.852	0.006	-0.002	0.003
Si	9.518	-4.068	10.831	-0.007	0.008	-0.001
Si	12.261	-1.355	10.833	-0.002	0.002	0.002
Si	14.985	1.358	10.816	0.002	0.005	-0.003
Si	12.245	4.093	10.84	0.007	0.001	0.013
Si	14.977	6.793	10.813	0.013	-0.007	-0.001
Si	12.249	9.533	10.807	0.007	0.006	-0.006
Si	14.992	-4.082	10.808	-0.01	0.004	-0.012
Si	17.715	-1.386	10.797	-0.002	0.003	-0.008
Si	20.444	1.322	10.797	0.003	-0.011	-0.019
Si	17.719	4.056	10.805	0.005	-0.016	-0.005
Si	20.456	6.764	10.824	-0.001	0.016	0
Si	17.726	9.501	10.825	0.003	-0.009	-0.003
Si	20.46	-4.126	10.828	0.011	0.009	0.002
Si	23.185	-1.408	10.835	0.008	-0.004	-0.008
Si	25.908	1.314	10.864	0.023	-0.006	0
Si	23.173	4.036	10.826	-0.003	0.009	-0.003
Si	25.897	6.731	10.852	0.011	-0.002	-0.004
Si	23.186	9.451	10.851	-0.017	0.016	0.005
Si	25.912	-4.148	10.864	-0.012	0.018	-0.005
Si	28.636	-1.432	10.891	0.011	0	0.006
Si	31.344	1.286	10.898	-0.002	-0.001	0.002
Si	28.62	4.012	10.89	-0.008	0.01	0.001
Si	31.341	6.73	10.902	-0.003	-0.01	0.001
Si	28.623	9.445	10.878	-0.002	-0.008	-0.001
Si	31.345	-4.16	10.893	0.006	-0.01	0
Si	-31.227	-1.423	10.892	0.002	-0.007	0.005
Si	-28.524	1.313	10.882	0.003	-0.008	0
Si	-31.218	4.009	10.902	0.001	-0.011	0.001
Si	-28.516	6.736	10.911	-0.001	0.02	0.006
Si	-31.23	9.446	10.906	0.006	0.003	-0.002
Si	-28.519	-4.136	10.89	-0.016	-0.001	0.003
Si	-25.826	-1.396	10.891	-0.011	-0.001	0.002
Si	-23.142	1.349	10.911	-0.004	-0.002	0.007
Si	-25.826	4.046	10.897	0.009	0.013	0.011
Si	-23.124	6.78	10.89	0.008	0.002	0.005
Si	-25.825	9.48	10.891	-0.01	-0.003	0
Si	-23.126	-4.097	10.896	0.003	0.006	-0.002
Si	-20.439	-1.36	10.906	0.001	0.002	-0.008
Si	-17.738	1.381	10.922	-0.009	-0.002	-0.003
Si	-20.443	4.085	10.928	-0.014	-0.01	0.006
Si	-17.733	6.815	10.944	0.011	0.003	0.008
Si	-20.424	9.51	10.898	0.008	0.003	0.002
Si	-17.725	-4.08	10.919	-0.005	0.02	-0.001
Si	-15.007	-1.344	10.926	-0.014	-0.002	0
Si	-12.291	1.391	10.938	0.011	-0.013	-0.001
Si	-15.016	4.105	10.938	0.003	-0.007	0.002
Si	-12.301	6.823	10.944	-0.007	-0.009	0.003
Si	-15.024	9.534	10.962	-0.006	-0.005	0.01
Si	-12.295	-4.045	10.958	0.014	-0.001	0.008
Si	-9.571	-1.313	10.958	0.014	0.004	0.014
Si	-6.842	1.416	10.928	0.018	-0.004	0.001
Si	-9.569	4.124	10.934	-0.018	-0.016	-0.003
Si	-6.835	-9.461	10.923	-0.009	-0.006	-0.007
Si	-9.564	-6.768	10.942	-0.005	0.006	0.004
Si	-6.844	-4.032	10.928	-0.018	0.012	0.006
Si	-4.118	-1.306	10.91	-0.013	0.012	-0.002
Si	-1.387	1.413	10.89	-0.006	0.012	0.002
Si	-4.115	4.139	10.908	0.004	-0.003	0
Si	-1.395	6.846	10.883	0.008	0.006	0.004
Si	-4.112	-6.746	10.899	-0.013	0.001	-0.004
Si	-1.387	-4.032	10.876	0.01	-0.012	-0.013
Si	2.699	0.036	12.224	-0.004	0.007	0.003
Si	5.417	2.747	12.196	0.005	-0.005	-0.001
Si	2.696	5.483	12.221	0.003	0.004	0
Si	5.433	8.191	12.213	-0.018	-0.012	-0.006
Si	2.706	10.915	12.225	0.011	0.024	0.008
Si	5.432	-2.698	12.216	0	0.01	0
Si	8.148	0.016	12.193	-0.009	-0.001	0
Si	10.874	2.746	12.191	-0.011	-0.007	-0.002
Si	8.156	5.47	12.203	0.008	0.002	0.001
Si	10.89	8.186	12.181	-0.003	0.003	-0.008
Si	8.166	10.9	12.206	0.003	-0.011	0
Si	10.893	-2.717	12.177	0.008	-0.012	0.002
Si	13.623	0.009	12.178	-0.002	0.002	0.009
Si	16.337	2.733	12.162	0.009	0.007	0.004
Si	13.604	5.469	12.182	-0.001	0.009	0.003
Si	16.34	8.155	12.156	-0.01	0.005	-0.009
Si	13.61	10.894	12.157	0.006	-0.014	-0.004
Si	16.358	-2.734	12.163	-0.015	0.004	0.005
Si	19.068	-0.013	12.143	0	-0.004	0.004
Si	21.807	2.681	12.156	-0.018	-0.006	0.004
Si	19.073	5.425	12.158	0.005	0.001	-0.001
Si	21.811	8.112	12.201	0.001	-0.014	0.001
Si	19.097	10.843	12.183	-0.01	-0.003	0.002
Si	21.831	-2.769	12.173	-0.007	0.007	0.007
Si	24.551	-0.051	12.195	-0.01	0.008	0.003
Si	27.252	2.67	12.249	-0.013	-0.018	0.013
Si	24.528	5.392	12.204	-0.003	0	0
Si	27.26	8.085	12.219	-0.007	0.003	-0.007
Si	24.554	10.812	12.205	0.022	-0.006	-0.003
Si	27.274	-2.797	12.23	0.005	0.004	0.002
Si	29.973	-0.061	12.257	-0.003	0	0.008
Si	32.69	2.658	12.26	0.013	0.011	-0.001
Si	29.969	5.381	12.257	0.01	0.011	0.004
Si	32.684	8.086	12.278	-0.014	-0.001	0.001
Si	29.982	10.796	12.243	-0.007	0.013	-0.006
Si	32.686	-2.788	12.245	-0.007	-0.003	-0.004
Si	-29.876	-0.051	12.243	0.003	0.025	-0.012
Si	-27.186	2.676	12.255	-0.017	-0.017	-0.01
Si	-29.881	5.376	12.277	0.006	0.004	-0.001
Si	-27.165	8.106	12.265	0.003	-0.004	-0.002
Si	-29.886	10.823	12.253	-0.001	-0.006	-0.005
Si	-27.173	-2.769	12.257	0.01	-0.003	0.001
Si	-24.484	-0.033	12.268	0.001	0.002	-0.004
Si	-21.786	2.708	12.285	0.014	0	-0.001
Si	-24.466	5.405	12.256	-0.005	-0.005	-0.009
Si	-21.764	8.133	12.262	0.008	0.008	-0.01
Si	-24.473	10.842	12.257	0.002	-0.005	-0.005
Si	-21.773	-2.743	12.27	0.001	0.006	0
Si	-19.087	0.002	12.274	0.008	-0.006	-0.004
Si	-16.373	2.733	12.294	-0.002	-0.001	-0.012
Si	-19.076	5.433	12.303	0.001	0.004	-0.006
Si	-16.374	8.16	12.323	-0.011	-0.003	0.005
Si	-19.07	10.859	12.276	-0.002	-0.003	-0.006
Si	-16.369	-2.714	12.274	0.017	-0.013	-0.003
Si	-13.655	0.019	12.296	0.008	0.004	-0.001
Si	-10.932	2.761	12.297	0.019	0.021	-0.002
Si	-13.653	5.453	12.311	0.009	0.006	-0.002
Si	-10.93	8.177	12.294	0.01	0.005	-0.011
Si	-13.652	10.893	12.308	0.002	0.009	0.004
Si	-10.934	-2.688	12.317	-0.011	0.001	-0.006
Si	-8.205	0.061	12.299	-0.006	-0.001	-0.004
Si	-5.472	2.774	12.275	-0.033	-0.007	-0.009
Si	-8.194	5.483	12.281	0.012	0.006	-0.01
Si	-5.46	-8.114	12.281	0	0.001	0
Si	-8.196	-5.407	12.293	0.004	-0.009	-0.01
Si	-5.485	-2.658	12.272	0.014	-0.009	-0.001
Si	-2.754	0.062	12.253	0.006	-0.017	-0.001
Si	-0.031	2.779	12.245	0.006	-0.02	-0.001
Si	-2.75	5.494	12.267	-0.011	-0.006	-0.002
Si	-0.022	8.203	12.225	0	-0.002	-0.001
Si	-2.735	-5.393	12.25	0.012	0.016	0.002
Si	-0.025	-2.675	12.232	-0.001	0.011	0.007
Si	1.334	1.409	13.58	0.012	-0.001	0
Si	4.069	4.121	13.557	-0.009	-0.003	-0.003
Si	1.336	6.843	13.583	-0.018	0.011	-0.009
Si	4.069	9.539	13.575	0.014	-0.001	-0.002
Si	1.346	-4.041	13.582	0.008	-0.026	-0.01
Si	4.069	-1.336	13.571	0.011	-0.018	0.003
Si	6.79	1.39	13.54	-0.024	0.013	-0.007
Si	9.521	4.113	13.557	0.011	0.005	0.013
Si	6.81	6.845	13.568	-0.004	-0.003	0
Si	9.552	9.553	13.558	0.016	-0.017	0.002
Si	6.8	-4.068	13.567	0.01	-0.002	0.004
Si	9.523	-1.359	13.519	0.001	0.013	-0.012
Si	12.25	1.384	13.517	0.004	0.01	0.005
Si	14.99	4.125	13.514	0.001	-0.022	-0.005
Si	12.246	6.836	13.548	0.014	0.004	0.005
Si	14.963	9.517	13.49	0.003	0.007	-0.025
Si	12.257	-4.072	13.535	-0.016	0.007	0.003
Si	14.996	-1.363	13.513	0.01	-0.008	0.004
Si	17.703	1.364	13.489	-0.001	0	-0.006
Si	20.448	4.066	13.486	0.011	0.005	-0.011
Si	17.713	6.809	13.501	-0.013	0.002	-0.006
Si	20.455	9.486	13.551	0.016	0.012	0.006
Si	17.721	-4.109	13.506	0.019	0.001	0.013
Si	20.459	-1.369	13.462	-0.016	0.003	-0.015
Si	23.202	1.355	13.509	0.008	-0.025	-0.011
Si	25.887	4.056	13.584	-0.003	0.019	-0.002
Si	23.186	6.772	13.559	-0.018	0.008	0.012
Si	25.92	9.461	13.566	-0.007	-0.005	-0.013
Si	23.197	-4.127	13.536	-0.004	0.003	-0.004
Si	25.919	-1.406	13.555	0.01	0.008	-0.005
Si	28.61	1.308	13.612	0.001	0.003	0.005
Si	31.321	4.02	13.617	-0.009	0.003	-0.002
Si	28.607	6.752	13.612	-0.009	0.015	-0.01
Si	31.306	9.437	13.635	0	0.004	0.004
Si	28.622	-4.167	13.595	0.018	-0.015	-0.005
Si	31.323	-1.436	13.604	0.012	-0.007	-0.006
Si	34.051	1.299	13.611	-0.001	-0.022	0.003
Si	-28.53	4.018	13.644	0.011	-0.009	0.01
Si	34.02	6.712	13.649	0.009	-0.009	0.003
Si	-28.54	9.457	13.611	-0.009	0.009	-0.005
Si	34.017	-4.154	13.614	0.001	0.02	0.002
Si	-28.538	-1.412	13.614	-0.028	0.003	0
Si	-25.847	1.318	13.628	-0.005	0.005	0.007
Si	-23.132	4.06	13.653	-0.006	0.004	-0.005
Si	-25.812	6.745	13.632	0.005	0.002	0
Si	-23.126	9.472	13.624	0.018	0.007	0.002
Si	-25.822	-4.126	13.628	-0.015	-0.001	0.004
Si	-23.121	-1.386	13.635	-0.008	-0.007	0.006
Si	-20.427	1.354	13.654	-0.004	0.003	0
Si	-17.718	4.077	13.68	0	-0.006	0.009
Si	-20.419	6.796	13.665	-0.009	-0.003	0.006
Si	-17.735	9.513	13.679	-0.002	0	-0.001
Si	-20.427	-4.115	13.637	0.015	-0.007	-0.003
Si	-17.728	-1.358	13.632	-0.018	0.007	-0.009
Si	-15.019	1.373	13.661	-0.011	0	-0.007
Si	-12.297	4.093	13.68	0.003	-0.024	-0.001
Si	-15.014	6.794	13.685	0.003	-0.003	0
Si	-12.298	9.513	13.661	0.009	-0.009	-0.006
Si	-15.027	-4.07	13.648	-0.021	0.019	-0.006
Si	-12.311	-1.339	13.675	0.023	-0.008	0.017
Si	-9.564	1.422	13.664	-0.001	-0.021	0.008
Si	-6.833	4.123	13.643	0.011	-0.002	0
Si	-9.573	6.81	13.65	-0.007	0	-0.004
Si	-6.83	-6.772	13.647	-0.02	0.017	0.009
Si	-9.572	-4.071	13.659	0.02	-0.005	0.003
Si	-6.84	-1.299	13.65	-0.016	0.002	0.007
Si	-4.101	1.424	13.632	0.004	-0.006	-0.008
Si	-1.387	4.135	13.629	-0.004	0.015	0.002
Si	-4.099	6.843	13.652	0	0.002	0.008
Si	-1.371	9.548	13.601	0.011	-0.027	-0.008
Si	-4.102	-4.022	13.595	-0.029	0.006	-0.008
Si	-1.395	-1.312	13.586	0.002	0.02	-0.007
Si	-0.045	0.057	14.931	-0.003	-0.019	-0.001
Si	2.7	2.777	14.919	-0.002	-0.005	0.006
Si	-0.018	5.51	14.971	0.021	0.006	-0.004
Si	2.698	8.192	14.941	-0.002	-0.025	0.001
Si	0.001	-5.415	14.942	-0.005	0.016	-0.005
Si	2.708	-2.688	14.944	0	0.014	0.018
Si	5.451	0.023	14.904	0.002	0.007	0.01
Si	8.142	2.754	14.897	-0.001	-0.019	-0.004
Si	5.439	5.479	14.907	0.008	0.012	0.004
Si	8.188	8.211	14.92	0.006	0.009	-0.01
Si	5.44	10.886	14.927	-0.018	-0.007	0.011
Si	8.202	-2.727	14.902	-0.008	-0.005	0.013
Si	10.88	0.013	14.851	0.011	0.009	0.012
Si	13.614	2.772	14.84	0.002	0.012	-0.002
Si	10.884	5.484	14.91	-0.017	-0.002	0.006
Si	13.603	8.217	14.896	0.006	0.002	0.005
Si	10.922	10.901	14.933	-0.007	-0.01	0.004
Si	13.631	-2.713	14.872	0.024	0.026	0.014
Si	16.358	0.007	14.851	-0.02	0.008	0.016
Si	19.043	2.759	14.819	0.005	-0.007	0.015
Si	16.324	5.52	14.874	0.016	-0.001	0.013
Si	19.068	8.134	14.889	-0.01	-0.005	0.008
Si	16.335	10.843	14.835	-0.04	-0.024	-0.002
Si	19.121	-2.734	14.801	-0.003	0.001	0.011
Si	21.821	-0.002	14.797	-0.009	0.002	0.001
Si	24.522	2.705	14.93	-0.006	-0.012	0.017
Si	21.812	5.395	14.864	-0.009	0.006	0.004
Si	24.551	8.139	14.923	0.024	0.005	0.002
Si	21.846	10.838	14.894	-0.02	-0.011	0.003
Si	24.58	-2.786	14.887	-0.003	0.009	0.016
Si	27.235	-0.044	14.959	-0.014	-0.027	0.017
Si	29.958	2.676	14.978	0.009	0.005	0.015
Si	27.23	5.418	14.962	-0.016	-0.008	-0.002
Si	29.939	8.095	15.023	0.012	0.011	0.008
Si	27.293	10.77	14.956	0.004	0.017	-0.011
Si	29.953	-2.793	14.957	-0.012	-0.002	-0.004
Si	32.69	-0.077	14.943	-0.001	0.019	-0.002
Si	35.377	2.661	15.001	-0.001	-0.002	0.004
Si	32.642	5.363	15.03	-0.005	0.001	0.012
Si	35.392	8.086	14.974	0.014	0.011	0
Si	32.651	10.811	14.984	-0.001	0.002	0
Si	35.364	-2.775	14.953	0.005	-0.012	0.004
Si	-27.193	-0.056	14.992	-0.003	0.005	0.002
Si	-24.497	2.683	14.991	-0.014	-0.008	-0.003
Si	-27.148	5.364	14.997	0	0.02	-0.001
Si	-24.455	8.094	14.999	-0.001	-0.006	-0.002
Si	-27.19	10.82	14.969	-0.007	-0.016	0.007
Si	-24.458	-2.769	14.993	0.018	0.011	0.004
Si	-21.777	-0.018	15.009	0.011	-0.012	0.001
Si	-19.068	2.697	15.039	-0.006	-0.009	-0.001
Si	-21.773	5.427	15.016	0.018	-0.002	-0.007
Si	-19.074	8.147	15.062	0.013	0.016	0.01
Si	-21.775	10.82	14.994	-0.005	-0.008	0.001
Si	-19.062	-2.75	14.98	0.002	0.004	-0.001
Si	-16.387	0.002	15.009	-0.002	-0.009	0
Si	-13.676	2.736	15.041	0.011	0	-0.002
Si	-16.363	5.428	15.063	-0.002	-0.008	-0.005
Si	-13.645	8.146	15.044	-0.007	0.002	0
Si	-16.363	10.878	15.018	0.019	0.018	-0.002
Si	-13.693	-2.716	15.024	-0.004	-0.02	0.001
Si	-10.95	0.059	14.998	0.014	0.019	0.002
Si	-8.199	2.787	15.03	0.016	0.023	-0.003
Si	-10.923	5.448	15.034	0.011	-0.002	0
Si	-8.202	8.164	14.995	0.022	0.012	0.002
Si	-10.933	10.86	15.014	0.007	0.008	0.008
Si	-8.204	-2.687	14.986	-0.011	-0.018	0.002
Si	-5.467	0.077	14.998	-0.013	-0.006	0.008
Si	-2.748	2.784	15.009	-0.013	-0.012	0.002
Si	-5.457	5.459	15.007	-0.034	-0.009	-0.009
Si	-2.7	8.188	14.999	-0.002	0.013	0.013
Si	-5.429	-5.4	14.958	0.009	0.016	-0.014
Si	-2.762	-2.651	14.957	0	-0.023	0.007
O	0.842	-1.486	22.895	-0.142	-0.505	0.341
O	-1.574	-3.505	23.461	0.126	0.265	0.285
O	7.156	0.351	22.256	0.197	0.208	0.288
O	8.08	5.308	21.942	-0.079	0.046	0.218
O	0.963	3.911	23.309	-0.197	-0.435	0.061
O	4.852	6.743	23.252	0.265	0.448	0.164
O	2.793	5.481	22.274	-0.095	0.161	0.38
O	2.751	-5.323	22.031	0.024	-0.123	0.278
O	1.404	-7.35	22.919	0.608	-0.299	0.407
O	4.036	-3.213	22.796	-0.255	0.479	0.298
O	6.399	-2.088	22.766	0.487	-0.306	0.037
O	8.983	-5.253	25.099	-0.117	-0.096	-0.295
O	10.519	-0.744	-5.67	-0.511	-0.095	0.513
O	11.72	4.249	23.433	0.115	0.158	0.221
O	13.802	3.134	-4.756	-0.489	0.198	0.304
O	9.601	7.147	22.969	-0.367	0.002	0.224
O	6.426	-6.972	23.118	-0.154	-0.84	0.143
O	8.252	-5.405	22.014	-0.078	-0.174	0.109
O	9.876	-3.697	23.174	0.16	0.333	0.102
O	9.797	-0.053	25.407	-0.597	0.089	0.563
O	16.423	1.359	24.36	0.078	-0.621	-0.413
O	12.886	-1.557	23.007	-0.336	-0.671	0.297
O	14.038	0.309	21.791	-0.078	-0.006	0.487
O	10.869	2.682	21.662	-0.049	-0.013	-0.291
O	17.064	3.407	25.808	0.154	-0.213	0.331
O	14.52	5.875	22.749	-0.277	-0.619	-0.121
O	11.239	-7.075	22.97	-0.449	0.179	0.085
O	13.426	-5.658	22.699	-0.091	0.359	-0.09
O	16.82	-2.202	22.022	0.249	0.169	0.276
O	15.116	-3.74	23.176	0.105	0.358	0.733
O	20.663	1.771	22.749	-0.102	0.219	0.16
O	21.467	2.272	25.151	0.699	0.112	0.254
O	24.089	5.472	25.049	-0.058	-0.178	-0.233
O	17.678	3.524	23.229	0.054	0.131	0.102
O	19.827	6.519	22.865	-0.227	-0.095	-0.197
O	21.593	-8.08	21.962	-0.08	-0.02	0.425
O	16.203	7.912	22.28	0.644	0.021	-0.23
O	18.494	-6.774	23.174	-0.272	-0.299	0.341
O	19.352	-5.056	21.693	-0.11	0.06	0.363
O	21.532	-3.667	22.428	0.371	0.667	0.25
O	22.902	-1.053	23.16	-0.393	-0.008	0.139
O	26.784	5.291	-4.452	0.153	-0.187	0.01
O	24.767	0.319	22.017	-0.055	0.046	0.26
O	26.913	2.398	22.05	-0.07	-0.007	0.363
O	22.684	3.396	22.967	0.213	-0.103	0.268
O	25.29	-4.222	23.169	-0.119	-0.258	0.208
O	25.421	7.155	23.475	0.403	0.213	0.338
O	26.258	-6.265	-6.758	0.149	0.064	-0.251
O	18.376	-5.724	25.495	-0.062	0.209	-0.101
O	27.134	-2.645	22.199	0.13	-0.021	0.247
O	30.821	-0.608	25.579	0.375	-0.151	0.018
O	-31.884	2.35	-2.604	-0.147	-0.305	0.344
O	31.086	0.793	23.306	-0.056	-0.312	-0.156
O	30.274	5.511	22.265	-0.674	0	-0.013
O	31.365	1.887	25.72	0.247	-0.311	0.276
O	25.039	-7.237	-4.625	0.245	-0.349	0.444
O	29.903	-7.434	25.968	-0.356	0.007	0.266
O	26.609	-4.415	-5.056	-0.156	0.368	0.054
O	28.808	-7.079	23.455	-0.318	-0.554	0.553
O	-32.102	-2.194	25.197	-0.316	0.026	0.265
O	31.603	-3.629	23.335	-0.178	0.069	0.314
O	-30.565	-0.399	22.399	-0.363	0.652	-0.422
O	-28.823	1.231	23.261	-0.168	0.417	0.651
O	-27.515	3.416	-5.289	0.28	0.131	0.538
O	-32.581	2.508	22.082	0.167	0.253	0.509
O	-30.962	4.345	23.016	0.072	-0.195	0.419
O	-28.424	4.21	23.712	-0.026	-0.385	-0.259
O	-29.378	6.468	22.825	-0.445	0.372	0.258
O	-29.957	-1.927	-7.028	-0.273	0.011	0.08
O	32.331	7.042	22.701	0.471	-0.114	0.086
O	-27.302	-2.971	25.27	0.567	-0.162	-0.024
O	-28	-3.803	22.911	-0.1	-0.341	0.422
O	-26.058	-2.028	23.099	0.546	0.015	0.608
O	-24.503	-0.147	22.165	0.068	0.042	0.574
O	-22.671	1.327	23.16	-0.203	-0.052	0.341
O	-25.836	4.348	23.321	0.334	0.055	0.06
O	-27.048	2.536	21.969	0.195	-0.114	0.45
O	-26.896	2.979	25.385	-0.261	-0.39	-0.185
O	-22.439	7.055	25.956	-0.13	0.016	0.307
O	-27.342	8.029	22.224	0.061	0.059	0.279
O	-25.706	-6.693	23.372	-0.278	-0.027	0.514
O	-23.765	-5.232	22.755	-0.143	-0.264	-0.076
O	-22.835	-2.845	22.786	-0.357	0.356	-0.047
O	-21.113	-3.354	24.66	0.149	-0.285	-0.092
O	-20.976	-1.197	23.263	0.313	0.268	0.668
O	-19.056	0.021	22.209	-0.068	-0.25	0.18
O	-17.53	1.994	23.013	0.547	-0.467	0.552
O	-18.693	1.838	-4.141	0.261	-0.041	0.029
O	-19.972	6.723	25.282	-0.08	-0.062	-0.378
O	-16.341	8.205	22.23	0.009	0.013	0.193
O	-21.679	8.13	22.14	-0.012	0.066	0.208
O	-20.362	-6.099	23.03	-0.151	0.357	0.07
O	-18.582	-7.321	24.474	0.182	0.196	0.34
O	-19.81	-5.332	25.503	0.113	-0.103	0.474
O	-16.442	-2.894	22.456	0.234	-0.274	0.538
O	-14.737	-1.098	23.32	0.004	-0.048	0.197
O	-12.988	-6.592	24.781	0.503	-0.271	0.132
O	-12.809	-1.37	25.085	0.621	0.014	-0.117
O	-20.565	1.249	24.777	-0.141	-0.51	-0.125
O	-15.99	4.068	23.109	0.347	-0.156	0.578
O	-11.738	6.688	23.661	0.674	0.119	0.149
O	-8.335	-6.926	-3.447	0.021	-0.56	0.425
O	-10.909	-2.813	22.085	0.111	-0.103	0.674
O	-9.509	-0.873	22.913	-0.476	0.295	0.486
O	-5.809	2.649	22.245	0.153	0.031	-0.228
O	-9.364	3.844	23.34	-0.181	-0.107	0.523
O	-2.468	5.625	22.219	0.02	-0.179	0.088
O	-11.048	2.402	22.217	-0.027	0.051	0.255
O	-5.778	-5.865	25.445	-0.367	-0.061	0.035
O	-4.483	-7.008	23.38	0.152	-0.305	0.21
O	-8.058	-5.035	24.507	-0.356	0.469	-0.308
O	-7.803	0.116	-3.199	-0.17	-0.329	0.276
O	-5.997	-3.296	22.091	0.197	0.391	-0.012
O	-4.472	-1.559	23.19	0.452	0.023	0.824
O	-2.672	-0.002	22.189	0.226	-0.11	0.312
O	1.395	-0.005	25.04	0.053	0.328	-0.06
O	-2.379	1.958	25.639	0.26	-0.515	-0.663
O	-4.052	4.463	-7.06	-0.142	0.216	-0.198
O	-2.775	6.551	-5.991	-0.127	0.039	-0.188
O	-0.612	7.265	23.033	-0.186	-0.311	0.271
O	-5.689	-3.505	24.584	0.17	0.161	0.383
O	0.042	2.883	25.589	-0.047	-0.412	-0.033
O	6.662	1.298	24.64	0.371	-0.418	0.169
O	7.065	7.919	-5.318	0.382	0.15	0.224
O	2.583	3.371	25.334	0.129	-0.267	-0.139
O	4.213	2.401	-4.535	0.456	0.058	0.359
O	7.307	3.624	-7.11	0.003	-0.017	0.218
O	3.657	-4.023	-7.102	0.233	0.108	-0.021
O	6.031	-4.531	23.729	0.637	-0.058	0.023
O	4.244	-6.416	24.575	-0.154	-0.079	-0.116
O	-3.772	-2.122	-4.648	-0.017	-0.051	0.051
O	2.708	-2.444	-4.111	-0.257	0.174	0.121
O	11.702	0.596	23.726	0.051	0.336	-0.168
O	12.64	0.918	-5.599	-0.185	0.097	-0.526
O	14.922	5.036	-6.018	-0.233	0.85	0.118
O	6.197	6.926	-3.025	0.607	0.148	-0.078
O	11.111	4.981	25.967	-0.114	-0.177	0.492
O	14.296	5.28	-3.459	0.12	0.245	0.024
O	9.165	4.312	24.349	-0.326	0.114	-0.762
O	25.617	1.507	-6.417	0.423	0.111	0.095
O	12.02	-3.49	-3.247	0.497	-0.304	0.53
O	14.598	3.066	25.112	-0.499	0.096	-0.01
O	15.022	1.579	-6.52	0.423	-0.181	0.154
O	17.792	-7.66	-4.014	0.019	-0.279	0.615
O	-15.137	-0.091	-0.95	-0.107	0.138	0.024
O	14.378	8.098	24.113	-0.14	0.518	0.432
O	-19.322	-0.946	25.771	0.159	-0.349	-0.28
O	16.502	-6.625	-6.076	-0.535	0.037	-0.461
O	16.959	7.935	24.797	0.171	0.299	-0.152
O	12.376	-3.817	-5.88	-0.226	0.019	-0.221
O	14.485	-3.585	-4.383	-0.072	0.087	0.27
O	22.339	-1.454	25.715	-0.206	-0.378	-0.086
O	14.636	-6.908	-2.278	-0.228	-0.119	0.24
O	24.016	0.449	25.065	-0.16	0.23	-0.124
O	19.495	2.932	-6.106	-0.444	0.091	0.011
O	21.084	6.302	25.245	0.341	-0.397	0.306
O	20.294	-7.644	24.789	0.085	-0.472	-0.223
O	20.337	4.197	23.847	-0.468	0.094	-0.026
O	18.546	5.805	25.03	0.003	-0.265	0.264
O	20.204	-3.93	-1.313	-0.328	0.379	0.069
O	24.134	-5.083	-5.632	-0.315	0.13	-0.353
O	18.896	-5.772	-5.421	0.498	0.449	-0.242
O	32.502	-0.022	-0.328	0.095	0.061	-0.42
O	26.324	2.103	-4.019	0.356	0.17	-0.352
O	-31.343	-2.882	22.848	0.267	-0.413	-0.056
O	26.02	5.315	-6.877	0.214	-0.086	-0.252
O	30.872	4.81	-6.624	-0.029	-0.203	0.292
O	4.509	7.691	-4.986	-0.279	-0.672	-0.317
O	28.53	2.347	-2.772	0.163	-0.306	-0.519
O	28.65	-7.877	-0.999	-0.217	0.081	-0.51
O	23.078	-4.158	24.607	-0.122	0.155	0.41
O	25.421	6.631	-2.723	-0.071	0.074	-0.389
O	-29.93	4.442	-5.554	-0.023	-0.094	-0.241
O	22.805	-5.991	22.865	0.649	-0.136	0.173
O	24.688	-2.116	24.721	0.333	0.184	-0.036
O	-1.583	-0.925	-5.533	0.216	-0.228	-0.317
O	28.981	1.099	24.907	-0.17	0.613	0.133
O	28.054	6.197	-2.323	0.266	-0.241	0.225
O	30.484	-2.644	-6.977	0.705	-0.132	-0.075
O	-31.405	-7.229	23.136	0.359	0.115	0.316
O	32.083	1.591	-4.709	-0.643	0.199	-0.482
O	30.557	1.57	-1.181	-0.281	-0.455	-0.572
O	-32.357	-5.406	-3.468	-0.185	-0.276	-0.367
O	28.151	-1.569	-1.292	0.12	0.535	-0.353
O	24.301	5.293	22.14	-0.056	-0.066	0.254
O	29.986	-5.316	22.109	0.001	-0.051	0.042
O	28.718	-0.991	-5.928	-0.242	0.053	0.655
O	-14.632	-5.977	-5.146	0.266	-0.486	-0.362
O	18.523	-0.963	-3.779	0.055	0.623	-0.362
O	-20.881	0.732	-3.335	-0.011	0.648	0.049
O	-26.935	1.175	-6.442	-0.431	-0.132	-0.453
O	-26.292	-6.994	-4.752	-0.56	-0.011	-0.105
O	-12.124	-4.999	22.898	-0.198	-0.389	0.101
O	-30.09	5.591	25.156	-0.016	-0.5	0.111
O	-29.812	-5.495	22.139	-0.052	-0.043	0.391
O	-31.884	6.157	-6.083	-0.087	0.247	0.083
O	16.257	-5.351	-3.519	0.435	-0.363	-0.231
O	-29.891	-4.556	-3.808	0.305	-0.128	0.724
O	-30.484	3.958	-1.193	0.535	0.323	-0.205
O	-28.5	-1.339	23.647	0.191	0.075	0.192
O	-28.505	-3.756	-5.93	-0.058	0.103	-0.013
O	-22.795	3.253	-5.326	-0.103	-0.354	0.21
O	-22.575	-1.182	-2.904	-0.261	-0.106	0.269
O	5.839	1.337	-6.154	0.464	-0.235	-0.005
O	-31.84	3.407	26.091	0.509	-0.505	-0.441
O	-25.268	-0.852	-6.583	-0.031	-0.163	-0.159
O	-29.436	2.963	-3.466	0.254	-0.412	-0.135
O	-17.448	6.259	-1.448	0.51	-0.024	-0.193
O	-15.495	7.698	-5.948	-0.131	-0.091	0.666
O	-23.278	6.5	23.442	-0.335	-0.534	0.249
O	-22.463	-4.189	-6.636	0.184	0.272	-0.102
O	-19.208	-0.712	-4.894	0.283	-0.337	0.435
O	-31.889	-2.881	-3.807	-0.294	0.175	-0.136
O	-20.566	1.252	-5.91	-0.244	0.264	-0.017
O	-20.16	-2.784	-6.268	-0.199	-0.285	0.284
O	-15.986	-1.428	-4.564	-0.251	-0.085	0.636
O	-13.651	-0.233	-4.505	0.211	-0.196	-0.47
O	-18.692	4.327	22.569	0.155	0.659	-0.229
O	-18.017	3.888	-5.657	0.5	0.319	0.133
O	-7.799	5.473	22.143	-0.279	-0.34	-0.525
O	-16.182	5.286	-3.567	-0.033	-0.094	-0.389
O	-28.829	-6.295	-5.419	0.011	-0.252	0.232
O	-22.577	-3.601	-3.928	-0.208	-0.085	-0.401
O	-7.573	0.91	22.876	0.06	0.116	0.233
O	-15.114	-5.41	25.748	-0.216	0.546	-0.128
O	0.163	-3.609	25.377	0.498	0.296	-0.237
O	-15.604	0.796	-5.903	-0.799	-0.132	-0.276
O	-13.773	2.701	-6.093	0.324	0.2	-0.367
O	18.016	-1.796	-1.284	0.77	-0.34	-0.201
O	-8.277	-0.148	-5.724	-0.717	-0.096	-0.043
O	-26.247	4.631	-1.729	0.316	0.034	-0.569
O	20.884	4.956	-5.198	-0.05	0.369	-0.017
O	-2.885	-5.312	22.208	-0.072	0.03	0.112
O	-6.085	6.441	-0.718	0.126	-0.079	-0.366
O	-11.42	-2.71	-3.572	-0.178	0.399	0.238
O	-12.764	-4.001	25.135	-0.442	-0.058	0.066
O	-22.67	2.733	25.327	-0.088	0.791	0.068
O	-32.082	-0.387	-3.424	-0.189	0.214	0.333
O	-8.607	0.125	25.115	-0.658	0.22	0.408
O	-15.85	2.587	26.066	0.019	0.109	-0.075
O	-7.82	2.355	-6.519	-0.087	0.143	-0.418
O	-18.412	6.745	-3.928	0.069	0.187	-0.418
O	-12.019	0.082	-2.489	-0.254	-0.091	0.208
O	-4.688	-5.849	-1.014	-0.294	-0.164	-0.184
O	-1.716	-4.915	-3.75	-0.462	0.176	-0.481
O	-8.01	-5.211	21.81	0.095	0.113	0.453
O	-11.033	-0.486	-4.843	0.566	0.259	-0.091
O	-4.942	2.28	24.691	-0.104	-0.341	0.001
O	-11.787	4.237	-5.29	-0.156	0.054	0.324
O	-7.121	-1.54	23.661	0.019	-0.328	0.255
O	-3.941	-0.498	-6.667	0.027	0.186	-0.375
O	-6.096	-0.064	25.928	0.252	-0.105	-0.716
O	-1.843	4.056	-5.741	0.119	0.202	0.627
O	-4.066	7.125	-2.362	-0.195	0.085	-0.637
O	-6.662	-7.023	-5.49	-0.023	0.335	0.118
O	4.227	5.422	25.459	-0.342	0.225	-0.01
O	1.778	-5.737	25.527	-0.091	-0.457	-0.455
O	22.597	5.121	-3.294	0.242	-0.351	-0.109
O	-0.914	-5.37	-6.755	-0.252	0.157	0.528
O	1.022	-3.88	-5.629	0.263	-0.036	-0.121
O	-7.412	-3.328	-6.718	0.251	0.181	-0.197
O	12.995	-6.864	-4.405	0.161	0.568	-0.019
O	2.22	7.436	-6.206	0.23	-0.622	0.197
O	4.222	-0.148	-4.381	-0.001	0.269	0.664
O	6.787	-2.261	-1.161	0.553	0.008	-0.386
O	0.058	-6.749	-3.757	0.098	-0.277	-0.669
O	6.679	-4.396	-2.806	0.403	0.064	-0.051
O	6.128	7.285	25.54	-0.16	0.51	-0.171
O	-6.865	4.121	24.225	-0.231	0.167	0.509
O	-0.459	0.14	-3.521	-0.696	-0.282	0.126
O	23.779	2.316	-4.682	0.086	0.588	-0.281
O	-20.709	7.017	-2.781	0.439	0.28	0.39
O	-11.925	-4.078	-1.358	0.437	-0.172	-0.178
O	-12.106	1.91	-4.293	0.53	0.127	0.261
O	-9.266	4.373	-5.855	0.03	-0.065	-0.085
O	29.861	-5.139	24.955	-0.164	0.477	-0.193
O	11.875	-0.901	-1.134	0.019	0.351	0.132
O	2.586	3.713	-3.109	-0.376	0.387	-0.079
O	-3.095	-5.956	25.342	0.192	0.819	-0.063
O	8.171	-5.406	-5.704	-0.248	0.325	0.156
O	14.778	6.446	-1.168	0.494	-0.074	-0.447
O	6.573	-6.094	25.703	-0.398	-0.109	0.424
O	-10.126	-7.018	-1.578	-0.556	-0.232	-0.181
O	-22.943	-1.449	-5.517	0.275	-0.198	-0.176
O	9.744	0.654	-1.426	0.045	-0.053	-0.32
O	13.656	-2.767	-0.413	0.099	-0.01	-0.42
O	14.911	1.469	-1.442	-0.296	0.327	-0.266
O	18.917	1.81	24.82	0.074	-0.351	-0.353
O	18.912	3.77	-3.693	0.372	0.124	0.066
O	11.496	-4.62	25.053	0.311	0.028	-0.272
O	15.229	8.03	-4.406	-0.158	-0.372	-0.388
O	13.276	-7.975	-0.119	-0.065	-0.033	-0.168
O	16.806	-2.887	-3.388	0.18	-0.119	0.032
O	10.428	-6.553	-4.881	-0.267	-0.202	-0.05
O	-21.039	3.339	23.236	-0.336	0.1	-0.017
O	-17.844	3.798	24.97	-0.525	0.316	0.183
O	26.43	1.498	-1.453	0.369	-0.451	-0.308
O	-5.91	-5.865	-3.325	0.216	-0.029	-0.264
O	16.166	-0.563	-2.61	-0.415	-0.272	0.095
O	22.495	7.081	-4.924	0.413	0.068	0.144
O	28.516	-5.955	-3.724	-0.203	-0.073	0.519
O	2.852	-1.996	26.121	-0.443	-0.278	-0.085
O	17.028	7.168	-6.152	0.02	-0.431	0.24
O	17.146	-6.554	-1.345	0.043	0.098	-0.392
O	14.031	-4.984	25.243	0.486	0.226	0.259
O	10.994	7.532	25.114	-0.51	0.428	0.366
O	20.609	-5.205	24.248	-0.204	0.332	0.095
O	21.014	-1.193	-3.039	0.217	-0.405	-0.12
O	16.788	-4.096	-5.749	0.224	0.414	-0.19
O	28.623	5.892	-6.141	-0.066	-0.274	0.409
O	26.426	1.183	24.335	-0.002	0.211	-0.355
O	29.36	3.906	-0.924	0.49	0.34	-0.165
O	-5.797	-0.057	-4.834	0.301	0.177	0.543
O	-12.251	-2.381	-6.072	-0.192	-0.127	-0.09
O	23.666	-2.91	-1.413	0.078	0.015	0.155
O	21.967	-5.668	-0.556	-0.273	-0.032	-0.307
O	28.778	3.841	23.37	-0.131	-0.04	0.534
O	24.113	-2.556	-4.019	-0.358	-0.016	-0.333
O	10.541	5.929	-0.387	-0.256	-0.164	-0.358
O	27.304	-0.974	25.379	-0.498	0.004	-0.067
O	-0.996	-4.378	-1.271	0.201	-0.345	-0.197
O	30.961	3.343	-3.024	0.022	0.352	-0.362
O	22.533	-6.682	-4.216	-0.227	0.281	0.223
O	25.691	7.536	-0.397	0.001	0.454	0.175
O	24.906	7.671	26.109	-0.089	-0.068	0.101
O	29.905	5.89	24.839	-0.148	0.396	-0.014
O	-31.993	7.369	25.045	-0.418	0.242	0.274
O	-25.502	-0.747	-1.6	0.149	0.611	-0.026
O	26.819	7.614	-5.778	0.253	0.224	0.202
O	-1.587	6.873	-1.437	0.301	-0.195	-0.608
O	-7.906	-4.764	-4.707	-0.514	0.176	-0.072
O	-5.559	6.896	-5.422	0.185	0.012	-0.127
O	-29.701	-1.598	-3.047	0.444	0.245	-0.553
O	2.747	-0.018	21.983	0.08	0.056	0.594
O	-31.578	-4.535	-5.841	-0.254	0.123	0.119
O	6.751	3.024	22.647	0.254	0.189	0.36
O	-20.612	7.524	-5.427	-0.12	0.074	-0.176
O	30.802	-6.364	-2.333	-0.192	-0.089	0.453
O	-31.834	-4.781	24.852	0.135	0.001	0.105
O	-30.035	-6.513	25.72	0.297	0.316	-0.635
O	13.247	6.124	25.289	0.301	-0.392	0.386
O	12.58	4.975	-1.533	0.103	-0.127	-0.645
O	-27.755	-1.208	-5.787	-0.383	0.094	0.274
O	-24.357	-5.413	25.356	-0.523	0.493	-0.007
O	-20.73	-0.722	-1.155	0.031	0.138	-0.245
O	-14.366	8.126	-0.691	0.08	-0.351	0.183
O	-25.089	3.031	-6.387	0.241	0.438	0.206
O	19.039	8.037	-0.588	-0.022	0.056	-0.188
O	26.155	-1.784	-5.722	-0.125	-0.124	-0.276
O	-26.074	-0.002	-4.175	0.251	0.351	0.238
O	-17.851	-5.592	-2.812	-0.047	0	-0.327
O	-19.026	-2.58	-0.371	-0.189	-0.022	-0.419
O	-31.983	-6.77	-1.308	-0.274	-0.343	-0.234
O	-25.027	7.408	25.278	-0.096	-0.034	-0.254
O	-9.664	-6.706	22.963	-0.259	-0.454	0.093
O	-27.208	-2.084	-2.98	-0.096	-0.323	-0.194
O	-18.388	4.263	-3.016	-0.224	-0.29	0.38
O	-22.898	-1.492	25.129	-0.29	0.072	0.065
O	-13.607	-7.236	-2.929	0.026	0.142	-0.468
O	-15.352	-7.885	25.038	0.255	-0.399	-0.284
O	24.789	-0.033	-4.435	0.021	-0.058	0.103
O	-14.958	-6.098	23.147	-0.178	0.505	-0.11
O	-19.519	-7.174	-3.835	0.085	0.073	-0.463
O	14.059	0.304	24.663	0.08	0.098	0.212
O	18.86	-0.126	21.996	-0.208	0.233	0.565
O	19.625	-3.31	-3.816	-0.192	-0.182	-0.053
O	-12.79	-4.894	-3.716	-0.043	0.113	-0.362
O	-4.359	4.413	23.326	0.051	0.428	0.255
O	-19.219	2.832	-0.479	-0.121	-0.245	-0.029
O	-28.166	5.221	-3.582	0.002	0.22	-0.342
O	3.288	4.617	-5.57	-0.087	0.255	0.259
O	-8.639	3.272	-0.165	0.274	-0.122	-0.666
O	-22.363	-4.403	-1.413	0.1	-0.283	-0.019
O	-15.213	-5.095	-2.789	0.086	0.313	0.015
O	0.896	7.874	25.14	0.384	0.033	0.174
O	23.541	4.888	-5.826	-0.14	-0.485	0.186
O	-6.71	4.466	-5.377	0.09	-0.004	-0.233
O	-8.583	-7.526	25.094	-0.216	-0.031	0.468
O	28.123	-3.383	25.885	-0.55	-0.516	-0.384
O	17.103	1.863	-2.901	0.536	-0.388	0.256
O	-11.179	0.845	-0.192	0.62	-0.475	0.144
O	-3.26	-7.931	-0.223	0.191	-0.349	0.503
O	-11.231	8.104	-7.073	0.355	0.453	-0.214
O	-4.68	1.984	-6.126	0.169	0.137	0.76
O	-14.284	5.586	-5.348	0.25	-0.249	-0.502
O	-30.194	7.988	-6.419	-0.025	-0.171	0.597
O	-32.321	4.072	-4.544	0.058	0.101	0.363
O	-7.364	-2.206	-4.351	-0.003	-0.27	0.583
O	-6.897	7.621	23.293	0.175	0.06	0.178
O	11.73	7.62	-5.856	0.136	-0.421	0.574
O	32.32	-6.45	-6.925	-0.024	0.186	-0.23
O	21.193	2.617	-4.127	-0.063	-0.149	0.227
O	-22.344	5.211	-3.669	-0.317	0.037	-0.355
O	-2.774	-2.774	-0.198	-0.068	-0.119	0.014
O	-14.099	6.458	-2.811	0.123	-0.091	0.192
O	23.392	6.408	-1.145	-0.021	-0.021	0.647
O	-12.92	7.803	-5.181	-0.085	-0.014	0.46
O	-20.377	3.808	-4.565	-0.032	-0.204	0.22
O	30.93	7.42	-6.33	0.497	-0.151	0.332
O	14.787	0.914	-4.019	-0.144	-0.385	-0.016
O	-2.077	-2.503	-2.801	0.142	0.475	0.28
O	0.336	-3.201	-3.226	0.079	0.122	0.026
O	-0.92	-1.287	24.764	-0.211	-0.005	0.544
O	-22.255	-6.254	-3.337	0.484	-0.324	0.18
O	-0.814	1.214	-1.196	-0.255	-0.291	-0.371
O	1.518	1.381	-2.477	0.219	0.065	-0.816
O	5.854	-6.818	-3.633	-0.349	0.139	0.058
O	0.101	5.351	-0.326	-0.106	0.033	-0.54
O	2.481	-7.567	-3.875	0.484	-0.313	0.172
O	2.86	8.059	-0.373	0.181	0.147	-0.29
O	1.397	-6.567	-1.569	-0.178	0.073	-0.168
O	0.788	-0.872	-1.337	-0.002	-0.303	-0.272
O	-15.384	2.673	-1.382	-0.243	0.053	-0.468
O	2.637	-2.608	-0.456	-0.274	-0.306	-0.524
O	2.146	-5.019	-3.555	0.563	-0.019	0.197
O	3.842	1.93	-1.435	0.309	0.035	-0.449
O	5.386	-0.035	-0.524	-0.031	0.034	-0.528
O	26.412	-3.605	-1.377	-0.505	-0.036	-0.44
O	8.154	2.721	-0.625	-0.014	0.133	-0.777
O	4.409	6.117	-1.267	-0.054	-0.339	-0.408
O	6.621	4.744	-1.431	-0.005	0.004	-0.368
O	8.488	7.949	-0.359	0.15	0.13	-0.528
O	6.737	-6.545	-1.235	-0.525	0.215	-0.021
O	4.71	-4.02	-1.216	-0.063	-0.518	-0.163
O	-28.641	-3.4	-1.288	-0.614	-0.261	-0.363
O	13.062	7.383	-2.877	-0.942	0.122	0.129
O	9.326	1.329	23.155	-0.464	0.118	0.177
O	-26.916	-5.609	-0.592	-0.212	-0.086	-0.124
O	12.871	-1.519	-4.709	0.218	0.24	-0.049
O	21.78	-7.435	-6.62	0.444	0.39	-0.179
O	11.395	0.3	-3.417	0.18	0.887	-0.075
O	-28.258	-0.682	-0.996	0.115	-0.248	-0.092
O	-2.219	-7.344	-4.945	-0.376	0.002	-0.064
O	-12.11	7.208	-1.454	0.445	0.025	-0.536
O	5.178	-2.403	25.025	0.142	0.525	0.436
O	9.971	-4.05	-1.508	-0.424	-0.115	0.026
O	11.28	-5.877	-0.317	-0.086	-0.099	-0.341
O	15.343	-4.642	-1.155	-0.025	0.188	-0.236
O	-4.4	-3.83	-2.745	0.261	-0.25	-0.421
O	25.557	-4.331	25.753	0.425	0.286	0.049
O	16.475	-0.029	-0.05	0.156	0.109	-0.119
O	3.211	0.908	-6.555	0.112	0.117	-0.505
O	22.353	4.09	-0.956	-0.133	-0.268	-0.037
O	-0.325	7.367	-5.873	0.164	-0.244	0.507
O	-26.308	6.989	-3.135	0.043	0.412	0.1
O	32.058	-4.485	-1.092	0.552	0.132	-0.28
O	4.954	4.717	-3.488	0.274	-0.034	-0.484
O	-20.299	-4.624	-3.242	0.153	0.568	-0.294
O	31.412	3.924	24.139	0.388	0.085	-0.372
O	-24.769	-2.215	-3.747	-0.261	-0.552	-0.248
O	0.963	-0.209	-5.696	0.058	-0.165	0.194
O	22.34	-0.706	-0.817	-0.264	0.217	0.013
O	-29.699	1.453	-1.391	-0.091	0.041	-0.231
O	29.546	7.946	-3.389	-0.165	-0.462	-0.778
O	24.423	2.571	-0.291	-0.173	-0.18	-0.253
O	4.789	-2.228	-5.712	0.421	0.022	-0.104
O	-14.203	0.853	25.055	-0.364	0.389	-0.146
O	27.342	5.427	0.065	0.039	0.092	-0.181
O	22.976	7.801	24.363	0.018	0.194	-0.411
O	24.299	-5.039	-3.039	0.011	-0.152	0.163
O	9.66	-4.084	-4.089	-0.061	0.218	-0.233
O	20.407	0.853	-1.418	-0.505	-0.058	-0.197
O	-16.309	-6.409	-0.866	-0.639	-0.316	0.213
O	-17.446	1.07	-1.277	-0.156	-0.189	-0.542
O	21.993	-4.024	-3.212	0.183	-0.198	-0.554
O	10.004	-1.776	-2.723	-0.424	0.022	-0.098
O	30.78	-6.68	-4.918	0.428	0.593	0.129
O	-24.257	-2.751	-0.565	-0.06	0.064	-0.255
O	28.237	-0.424	22.989	0.37	0.294	0.132
O	-23.469	-6.357	-5.704	0.423	-0.437	-0.437
O	-17.588	-2.01	-6.571	0.069	0.067	-0.322
O	-30.383	-0.124	25.008	-0.059	0.41	0.26
O	-21.57	5.357	-6.316	0.102	-0.381	-0.252
O	30.085	-2.919	-0.343	0.173	0.221	-0.662
O	-23.415	0.98	-6.532	0.026	0.022	-0.07
O	24.735	2.969	25.444	-0.071	-0.119	-0.531
O	-31.478	-1.964	-1.308	0.187	-0.732	0.119
O	16.001	2.377	21.816	0.126	-0.271	0.365
O	31.192	-0.818	-5.163	-0.3	-0.419	0.319
O	30.534	6.694	-1.263	0.157	0.154	-0.542
O	-32.669	5.328	-0.456	0.215	0.194	-0.483
O	-29.942	8.094	-0.521	0.19	-0.189	-0.64
O	-24.682	-5.718	-3.34	0.04	0.182	0.689
O	0.944	5.342	25.593	-0.295	0.105	0.099
O	-9.745	1.501	-2.284	-0.114	0.343	-0.35
O	1.762	3.308	-0.724	0.049	-0.33	-0.067
O	-13.83	3.855	-3.639	0.187	-0.253	0.642
O	-4.594	-8.043	25.949	0.2	-0.204	0.257
O	-10.254	-5.037	-3.178	0.259	0.271	0.159
O	-22.686	1.04	-1.461	0.126	-0.214	-0.596
O	-24.5	2.805	-0.696	0.21	0.087	-0.412
O	-28.068	6.423	-1.263	0.075	0.071	-0.266
O	-4.156	4.869	-4.561	0.18	-0.295	0.618
O	20.421	-1.551	-5.591	0.069	-0.459	-0.311
O	-27.262	-4.791	-3.889	0.058	0.429	0.502
O	-25.19	-4.523	-5.56	-0.135	0.396	-0.066
O	-18.202	1.414	25.98	0.058	-0.525	-0.091
O	4.764	1.381	22.84	-0.118	-0.012	0.473
O	-31.711	-0.205	-6.016	0.575	0.36	0.096
O	-9.672	-2.807	-5.484	0.017	-0.273	-0.108
O	-14.859	-2.226	-6.785	-0.052	0.093	-0.127
O	-21.021	4.79	-1.335	-0.26	0.169	-0.183
O	19.035	2.643	-0.3	0.088	-0.12	0.15
O	-22.989	6.611	-1.532	-0.065	0.017	-0.446
O	-17.493	7.145	25.916	-0.008	-0.62	0.223
O	-18.955	8.095	-0.335	-0.059	-0.135	-0.499
O	-0.894	1.624	-5.735	0.278	0.034	0.175
O	-20.127	-6.294	-1.421	-0.434	-0.002	-0.08
O	-6.119	5.668	-3.135	-0.262	-0.153	-0.04
O	-16.889	-3.871	-1.152	0.45	0.349	-0.239
O	-2.335	-3.05	26.095	-0.519	-0.398	-0.231
O	7.982	6.246	-7.042	0.581	0.035	0.512
O	-13.252	2.571	-0.135	0.187	-0.023	-0.337
O	-26.199	7.031	-5.74	-0.014	-0.372	0.114
O	31.408	-7.182	23.922	0.088	0.13	-0.007
O	-10.569	-5.573	25.064	-0.044	0.091	0.392
O	17.365	4.153	-1.597	-0.084	0.488	-0.113
O	-13.25	6.401	25.742	-0.315	-0.254	-0.513
O	8.423	-6.273	-3.243	0.123	-0.641	0.331
O	-10.753	-7.322	-4.344	0.103	0.314	-0.113
O	-16.964	-6.48	-6.174	-0.67	0.114	0.064
O	-26.958	5.646	25.351	0.028	0.131	-0.058
O	-12.607	0.415	23.055	-0.024	0.006	0.043
O	-9.896	-1.009	-1.362	0.13	-0.107	-0.77
O	-13.749	5.372	22.483	0.023	-0.165	0.273
O	26.342	-1.601	-3.085	0.196	0.54	0.397
O	-10.93	5.122	25.803	-0.17	-0.481	-0.416
O	-10.664	5.257	-0.349	-0.116	-0.001	-0.692
O	-8.131	8.11	-0.409	0.032	-0.065	-0.329
O	-4.213	-1.393	-1.849	0.016	0.285	-0.363
O	-0.811	-6.638	24.064	-0.324	0.272	-0.619
O	-24.14	8.079	-4.075	0.277	-0.416	0.209
O	-8.295	-2.632	-0.237	0.006	0.026	-0.432
O	-6.671	-4.224	-1.426	-0.226	0.038	-0.423
O	-7.143	1.911	-1.588	0.308	0.093	-0.201
O	-16.328	-3.935	-5.365	-0.654	0.028	0.454
O	-2.743	2.841	-0.411	0.076	-0.158	-0.339
O	-4.341	4.661	-1.379	-0.232	-0.436	-0.562
O	8.468	-7.823	25.855	0.258	-0.178	-0.023
O	-10.55	6.53	-5.118	0.375	-0.143	0.724
O	5.01	2.941	25.936	-0.281	-0.088	-0.098
O	29.157	-4.408	-5.654	0.387	-0.028	0.214
O	20.266	-7.914	-4.522	0.039	-0.675	-0.049
O	-2.286	-7.123	-2.449	-0.046	0.238	0.221
O	-8.685	6.132	24.48	-0.851	-0.083	0.565
O	26.492	4.071	-2.246	-0.434	0.109	0.484
O	-0.436	0.85	23.23	0.021	0.467	0.37
O	20.823	6.211	-1.472	-0.04	-0.318	-0.514
O	-6.865	7.07	25.93	-0.175	-0.325	0.126
O	19.808	-5.826	-3.041	0.291	-0.353	0.263
O	-13.737	-2.379	-0.408	-0.006	-0.005	-0.274
O	9.788	-2.714	25.623	-0.367	0.128	0.043
O	-1.799	8.166	25.829	-0.265	-0.172	-0.574
O	15.832	-6.167	23.743	0.674	0.095	0.223
O	-18.15	6.722	23.346	-0.117	-0.491	0.187
O	27.356	-5.751	-0.292	0.108	-0.05	-0.247
O	16.356	3.961	-4.123	0.305	0.069	-0.432
O	22.059	0.503	-5.427	0.498	0.103	-0.25
O	12.177	-6.251	-6.816	0.274	-0.349	-0.632
O	-18.107	-4.852	23.377	-0.001	0.13	0.45
O	-24.764	-7.826	-0.596	0.069	0.037	-0.208
O	20.051	0.54	-7.098	-0.188	-0.222	-0.413
O	-23.246	-7.378	24.242	0.828	0.162	-0.297
O	23.838	-7.452	-1.511	0.011	0.324	-0.325
O	-8.144	2.739	-3.953	-0.04	0.205	0.125
O	28.242	-3.394	-3.302	0.696	0.025	-0.286
O	15.937	5.578	25.071	-0.063	0.077	-0.661
O	-27.59	8.162	25.918	0.133	0.244	-0.392
O	5.142	-2.248	-3.125	0.155	0.61	-0.195
O	12.093	-1.372	25.44	0.314	-0.457	0.178
O	-15.718	0.899	-3.289	-0.085	0.226	-0.344
O	12.26	6.922	22.983	0.013	-0.215	-0.569
O	6.584	5.005	24.412	0.116	-0.13	-0.427
O	22.603	0.872	-2.857	0.633	-0.053	0.137
O	10.701	2.462	25.202	0.115	-0.002	0.654
O	3.323	-6.509	-6.185	-0.023	-0.034	0.036

Results
total energy: -406601.220 eV
total energy less fixed offsets of O -438.25, Si -107.07 eV per atom: 11.580 eV
